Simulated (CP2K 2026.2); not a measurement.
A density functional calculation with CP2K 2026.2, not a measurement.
Periodic cell of 1152 atoms, Si864O288, from a study of silicon, its oxide and their interface. The atomic structure is a simulated model.
Doubt: the forces sum to 0.94 eV/angstrom along one axis rather than to zero, so they err by at least 0.0008 eV/angstrom per atom on average; the grid cutoff is modest.

Settings
functional: PBE
method: Gaussian and plane waves
basis set: DZVP-MOLOPT-SR-GTH
pseudopotentials: GTH-PBE
grid cutoff: 350 Ry, relative cutoff 50 Ry
k points: Gamma only
occupations: fixed
spin: none
net charge: 0

Cell vectors (angstrom)
a, 32.64, 0, 0
b, 0, 16.32, 0
c, 2.728, 2.9043, 38.8289

Atoms: element, x, y, z (angstrom)
Si, 1.4668, 14.7338, 0.2181
Si, 4.2463, 1.279, 0.0998
Si, 0.9645, 4.4169, 0.0671
Si, 3.8185, 6.9813, 0.5402
Si, 1.6809, 9.1967, 0.184
Si, 6.2574, 15.2478, 38.8289
Si, 8.9403, 18.0314, 38.8159
Si, 12.0447, 4.5163, 38.7341
Si, 7.0135, 3.7541, 0.2527
Si, 12.0773, 9.6596, 38.8122
Si, 9.7586, 11.8452, 38.6957
Si, 9.7973, 11.9295, 0.0154
Si, 15.2568, 17.64, 38.6861
Si, 17.4597, 4.6656, 38.6253
Si, 12.5918, 4.0663, 0.0395
Si, 15.2405, 6.5934, 0.0209
Si, 14.7447, 12.6268, 38.7484
Si, 14.7793, 12.5526, 0.1135
Si, 17.9395, 14.5797, 0.0978
Si, 23.6053, 3.8093, 38.754
Si, 20.2119, 7.3187, 38.8283
Si, 23.0305, 10.1987, 38.7278
Si, 17.983, 9.4162, 0.1678
Si, 20.0471, 12.2806, 0.2307
Si, 23.0308, 14.8507, 0.1477
Si, 25.6808, 1.5635, 0.1056
Si, 26.0948, 6.6289, 38.8016
Si, 25.5816, 7.1246, 0.065
Si, 23.4482, 9.4143, 0.0967
Si, 26.2913, 12.2202, 0.128
Si, 28.867, 14.6494, 0.3132
Si, 30.9053, 1.7512, 0.0821
Si, 28.6512, 3.9559, 0.0598
Si, 31.4155, 6.6768, 0.1058
Si, 28.301, 9.8356, 0.1607
Si, 31.0893, 12.4812, 0.3624
Si, 2.6546, 16.3814, 1.364
Si, 5.4078, 2.6868, 1.5312
Si, 2.5496, 5.3801, 1.5532
Si, 5.4953, 8.1856, 1.5405
Si, 2.6467, 10.8376, 1.5443
Si, 5.2351, 13.4833, 1.3073
Si, 8.1284, 16.2014, 1.0793
Si, 10.9191, 2.7874, 1.2132
Si, 8.1616, 5.3859, 1.4495
Si, 10.912, 8.0686, 1.2081
Si, 8.1023, 10.7336, 1.1378
Si, 10.9471, 13.575, 1.2371
Si, 13.6469, 16.3921, 1.1381
Si, 16.349, 2.7637, 1.2402
Si, 13.7472, 5.4722, 1.4448
Si, 16.37, 8.1796, 1.3178
Si, 13.5917, 10.8803, 1.2695
Si, 16.3292, 13.6164, 1.4834
Si, 19.1298, 16.2507, 1.2378
Si, 21.7886, 2.6279, 1.2811
Si, 19.1687, 5.5528, 1.1707
Si, 21.819, 8.2837, 1.3854
Si, 18.9723, 10.8736, 1.6708
Si, 21.7226, 13.446, 1.4369
Si, 24.6048, 16.1721, 1.3333
Si, 27.1649, 2.7662, 1.4379
Si, 24.4301, 5.4459, 1.2525
Si, 27.1427, 8.2418, 1.4313
Si, 24.5983, 11.0197, 1.338
Si, 27.3551, 13.5599, 1.6876
Si, 29.9179, 16.3983, 1.4173
Si, 32.5327, 2.8092, 1.3989
Si, 29.8337, 5.5046, 1.3847
Si, 32.6123, 8.1744, 1.4247
Si, 29.8879, 10.8846, 1.5425
Si, 32.6279, 13.6356, 1.641
Si, 1.2915, 1.4141, 2.7234
Si, 4.017, 4.054, 2.8179
Si, 1.2661, 6.8159, 2.8715
Si, 4.1455, 9.5915, 2.8462
Si, 1.3041, 12.1899, 2.911
Si, 3.9846, 14.9286, 2.7293
Si, 6.8477, 1.2272, 2.6733
Si, 9.5877, 4.0437, 2.715
Si, 6.8063, 6.7407, 2.817
Si, 9.498, 9.4305, 2.5914
Si, 6.7678, 12.1642, 2.5571
Si, 9.5078, 14.9242, 2.5326
Si, 12.2528, 1.3667, 2.5631
Si, 15.0509, 4.0473, 2.7461
Si, 12.2749, 6.8117, 2.6704
Si, 14.9561, 9.5209, 2.6472
Si, 12.2696, 12.248, 2.6705
Si, 14.9672, 15.089, 2.6601
Si, 17.7319, 1.3511, 2.5531
Si, 20.424, 4.0827, 2.5669
Si, 17.7796, 6.821, 2.6588
Si, 20.4792, 9.5522, 2.8463
Si, 17.5817, 12.2403, 2.9001
Si, 20.4083, 14.9218, 2.7307
Si, 23.1721, 1.2663, 2.6686
Si, 25.7993, 4.1591, 2.7216
Si, 23.0933, 6.7845, 2.6849
Si, 25.8323, 9.6098, 2.7979
Si, 23.1636, 12.2083, 2.7742
Si, 25.9035, 14.956, 2.8386
Si, 28.5114, 1.3759, 2.7875
Si, 31.1958, 4.1518, 2.7929
Si, 28.5099, 6.8587, 2.7543
Si, 31.2757, 9.5114, 2.8096
Si, 28.6245, 12.1847, 3.0109
Si, 31.2658, 15.0736, 2.8622
Si, 32.6413, 16.3989, 4.1788
Si, 2.6732, 2.6917, 4.1411
Si, 32.5612, 5.4557, 4.2031
Si, 2.7337, 8.1726, 4.1369
Si, 32.593, 10.8434, 4.2273
Si, 2.6893, 13.6006, 4.1682
Si, 5.4388, 16.2474, 4.0548
Si, 8.191, 2.6509, 4.0261
Si, 5.41, 5.4079, 4.1409
Si, 8.1999, 8.1309, 4.083
Si, 5.5, 10.9395, 4.1367
Si, 8.1532, 13.5551, 3.9185
Si, 10.8698, 16.3082, 3.9261
Si, 13.6097, 2.6884, 4.0136
Si, 10.9286, 5.4356, 4.0477
Si, 13.6109, 8.1728, 4.0333
Si, 10.8617, 10.8487, 3.969
Si, 13.6196, 13.6449, 4.008
Si, 16.3685, 16.3793, 4.016
Si, 19.0568, 2.73, 3.9543
Si, 16.4143, 5.4477, 4.0446
Si, 19.0781, 8.1499, 4.1034
Si, 16.2379, 10.8341, 4.14
Si, 19.0334, 13.6127, 4.129
Si, 21.7817, 16.2931, 4.0714
Si, 24.4694, 2.7126, 4.0448
Si, 21.7468, 5.408, 4.0298
Si, 24.4569, 8.1678, 4.0757
Si, 21.8301, 10.8888, 4.1813
Si, 24.4853, 13.6038, 4.1354
Si, 27.2038, 16.3444, 4.1869
Si, 29.8759, 2.7456, 4.1382
Si, 27.1657, 5.4819, 4.11
Si, 29.8966, 8.1567, 4.1464
Si, 27.1848, 10.8577, 4.2566
Si, 29.9571, 13.6544, 4.2347
Si, 34.0058, 14.9807, 21.8275
Si, 4.0665, 17.6968, 21.8181
Si, 34.002, 4.1057, 21.7904
Si, 4.0709, 6.7962, 21.7328
Si, 33.9852, 9.5716, 21.7553
Si, 4.0687, 12.3042, 21.7415
Si, 6.7892, 15.0003, 21.7297
Si, 9.5253, 17.6455, 21.7897
Si, 6.8174, 4.0658, 21.7248
Si, 9.52, 6.7782, 21.6689
Si, 6.8266, 9.5392, 21.6992
Si, 9.4922, 12.2122, 21.6834
Si, 12.2278, 14.9405, 21.7693
Si, 14.9426, 17.6389, 21.734
Si, 12.2761, 4.0388, 21.6974
Si, 14.9435, 6.6725, 21.6833
Si, 12.2249, 9.4879, 21.6386
Si, 14.9282, 12.2087, 21.7258
Si, 17.683, 14.9502, 21.7516
Si, 20.3629, 17.6412, 21.7944
Si, 17.6596, 4.0101, 21.7236
Si, 20.4059, 6.7672, 21.711
Si, 17.6812, 9.4995, 21.673
Si, 20.421, 12.2497, 21.711
Si, 23.1147, 14.9729, 21.7713
Si, 25.8393, 17.6642, 21.7848
Si, 23.1073, 4.0849, 21.7709
Si, 25.8544, 6.8115, 21.7515
Si, 23.1821, 9.5647, 21.7232
Si, 25.85, 12.2725, 21.7982
Si, 28.5653, 14.9973, 21.8244
Si, 31.2486, 17.7001, 21.8119
Si, 28.5532, 4.0885, 21.7752
Si, 31.2899, 6.8248, 21.789
Si, 28.5909, 9.5498, 21.7919
Si, 31.33, 12.2856, 21.8389
Si, 2.7171, 16.3247, 23.2113
Si, 5.4385, 2.7826, 23.1283
Si, 2.7204, 5.4734, 23.1549
Si, 5.4914, 8.1448, 23.0109
Si, 2.6859, 10.9731, 23.0844
Si, 5.4083, 13.6932, 23.0927
Si, 8.1303, 16.2957, 23.158
Si, 10.9618, 2.6889, 23.0756
Si, 8.2293, 5.3889, 23.049
Si, 10.8853, 8.1338, 22.9908
Si, 8.1496, 10.9021, 23.0946
Si, 10.8261, 13.544, 23.056
Si, 13.6176, 16.2827, 23.1363
Si, 16.2787, 2.6768, 23.1033
Si, 13.5968, 5.3472, 23.1287
Si, 16.359, 8.0271, 22.9361
Si, 13.5181, 10.8415, 23.0361
Si, 16.3234, 13.5559, 23.0619
Si, 19.009, 16.2732, 23.1958
Si, 21.714, 2.7275, 23.1136
Si, 19.0237, 5.3825, 23.0486
Si, 21.8421, 8.1354, 22.9805
Si, 19.0313, 10.8944, 23.0131
Si, 21.758, 13.6016, 23.1114
Si, 24.4533, 16.3309, 23.1549
Si, 27.2356, 2.6751, 23.1294
Si, 24.5131, 5.4352, 23.1091
Si, 27.1836, 8.2012, 23.1146
Si, 24.4895, 10.9279, 23.1719
Si, 27.189, 13.649, 23.1705
Si, 29.9165, 16.3421, 23.2277
Si, 32.598, 2.7752, 23.1299
Si, 29.8697, 5.4982, 23.1244
Si, 32.6749, 8.1877, 23.136
Si, 29.9873, 10.8838, 23.1616
Si, 32.668, 13.6605, 23.2571
Si, 33.937, 17.726, 24.4817
Si, 4.109, 4.1598, 24.5276
Si, 34.0371, 6.8651, 24.5289
Si, 4.1026, 9.5554, 24.2595
Si, 34.0697, 12.3041, 24.6114
Si, 4.1314, 15.0015, 24.6087
Si, 6.797, 17.7566, 24.4773
Si, 9.6577, 4.0784, 24.4195
Si, 6.8564, 6.7547, 24.3525
Si, 9.574, 9.4999, 24.357
Si, 6.7524, 12.3281, 24.407
Si, 9.4591, 14.8246, 24.4728
Si, 12.2802, 17.6685, 24.4994
Si, 14.9681, 3.9965, 24.5512
Si, 12.1749, 6.753, 24.3808
Si, 14.9218, 9.34, 24.1604
Si, 12.1225, 12.1799, 24.451
Si, 14.9684, 14.8561, 24.4626
Si, 17.5642, 17.6292, 24.5126
Si, 20.3444, 4.075, 24.474
Si, 17.6863, 6.735, 24.3968
Si, 20.4476, 9.4971, 24.2279
Si, 17.687, 12.2247, 24.4284
Si, 20.3983, 14.8751, 24.5414
Si, 23.0577, 17.7036, 24.4772
Si, 25.8621, 4.0153, 24.438
Si, 23.193, 6.8643, 24.4302
Si, 25.8893, 9.5795, 24.5112
Si, 23.105, 12.302, 24.5252
Si, 25.7921, 14.9873, 24.5634
Si, 28.5396, 17.6795, 24.605
Si, 31.2192, 4.1495, 24.4725
Si, 28.4978, 6.8515, 24.5008
Si, 31.3311, 9.4941, 24.5472
Si, 28.6313, 12.2973, 24.4538
Si, 31.2937, 15.0417, 24.6401
Si, 32.628, 16.4611, 26.0139
Si, 2.6581, 2.7975, 25.7773
Si, 32.5198, 5.5873, 25.8189
Si, 2.9166, 8.2376, 25.7345
Si, 32.7251, 10.8457, 25.9081
Si, 2.8419, 13.6233, 26.073
Si, 5.4318, 16.5091, 25.9406
Si, 8.3243, 2.71, 25.7296
Si, 5.5473, 5.5084, 25.8571
Si, 8.2389, 8.1175, 25.6453
Si, 5.391, 10.902, 25.6327
Si, 8.0262, 13.5686, 25.9371
Si, 10.8902, 16.1951, 25.6989
Si, 13.6597, 2.5968, 26.0054
Si, 10.9183, 5.4551, 25.8918
Si, 13.579, 8.1123, 25.6153
Si, 10.7671, 10.8244, 25.8736
Si, 13.5556, 13.4903, 25.7685
Si, 16.2793, 16.1684, 25.9248
Si, 18.9095, 2.7384, 25.8174
Si, 16.3014, 5.4935, 25.848
Si, 19.189, 8.0892, 25.5722
Si, 16.294, 10.6278, 25.4414
Si, 19.0338, 13.5164, 25.956
Si, 21.7225, 16.3307, 25.8528
Si, 24.4551, 2.7252, 25.8152
Si, 21.7808, 5.4816, 25.7164
Si, 24.5316, 8.255, 25.88
Si, 21.6784, 10.8483, 25.6728
Si, 24.4271, 13.6371, 25.9837
Si, 27.1177, 16.3591, 25.983
Si, 29.9058, 2.7809, 25.9023
Si, 27.1718, 5.3867, 25.802
Si, 29.8486, 8.2013, 25.8979
Si, 27.2941, 10.9579, 25.814
Si, 29.9158, 13.625, 25.9252
Si, 34.2701, 15.3101, 27.2376
Si, 3.7394, 17.6472, 27.2358
Si, 33.7583, 4.0627, 26.9966
Si, 4.6384, 7.3252, 27.0847
Si, 34.3967, 9.6823, 27.1375
Si, 4.0142, 11.8543, 27.2827
Si, 7.0059, 15.3431, 27.2241
Si, 9.4215, 17.3715, 27.0474
Si, 7.2298, 4.3197, 26.998
Si, 9.3021, 6.6819, 27.1619
Si, 6.8202, 9.519, 26.7976
Si, 8.9746, 11.7699, 27.1759
Si, 12.3294, 15.0014, 27.1028
Si, 14.6546, 17.1255, 27.3352
Si, 12.5508, 4.3131, 27.1796
Si, 14.6677, 6.6733, 27.102
Si, 12.4757, 9.632, 26.9872
Si, 14.7598, 11.7369, 26.7199
Si, 17.9368, 15.1351, 27.2863
Si, 20.0709, 17.4753, 27.0659
Si, 17.5446, 4.0835, 27.2239
Si, 20.7879, 7.1387, 27.0137
Si, 17.8619, 9.4951, 26.766
Si, 20.0399, 11.7028, 27.1099
Si, 23.2754, 15.2811, 27.2801
Si, 25.4942, 17.5343, 27.2834
Si, 23.3221, 4.3626, 27.0342
Si, 25.6059, 6.5408, 27.0687
Si, 22.8805, 9.4553, 27.0664
Si, 26.1011, 12.4388, 27.1477
Si, 28.2512, 14.7225, 27.2245
Si, 31.516, 18.1682, 27.3343
Si, 28.7091, 4.2878, 27.2304
Si, 30.8788, 6.5894, 27.2339
Si, 28.8458, 9.8821, 27.2316
Si, 31.1503, 12.0328, 27.1674
Si, 12.9514, 17.2535, 34.0658
Si, 7.8822, 3.4011, 29.6395
Si, 3.9759, 3.0099, 29.9477
Si, 16.1997, 14.3072, 32.4866
Si, 10.6156, 15.1333, 31.4444
Si, 4.9771, 13.7367, 36.5664
Si, 9.4904, 14.7119, 34.4175
Si, 12.6532, 8.9485, 31.4258
Si, 13.5136, 15.117, 32.3875
Si, 9.5126, 12.1118, 33.5745
Si, 4.6269, 17.2662, 33.8317
Si, 15.8752, 11.5965, 29.3485
Si, 18.1516, 18.6212, 31.672
Si, 16.2461, 2.2665, 29.3984
Si, 23.3807, 3.9968, 33.0787
Si, 16.8391, 16.9354, 34.0409
Si, 28.1445, 8.0086, 34.4355
Si, 16.5088, 11.2717, 33.5734
Si, 25.9124, 2.6051, 32.2181
Si, 32.042, 17.528, 32.9678
Si, 14.8092, 18.8046, 35.7357
Si, 26.729, 3.2338, 29.4042
Si, 25.234, 16.6394, 36.2052
Si, 28.5503, 9.3818, 30.2577
Si, 20.4248, 12.2063, 30.1321
Si, 5.4475, 3.2636, 32.3747
Si, 24.5693, 10.6881, 29.3052
Si, 31.2103, 7.6323, 30.1987
Si, 21.2029, 15.6624, 32.4476
Si, 25.6848, 6.5936, 35.79
Si, 31.7879, 3.8335, 34.3888
Si, 29.5752, 14.7405, 29.8662
Si, 17.9806, 7.2425, 31.3568
Si, 2.8612, 5.7425, 29.1204
Si, 14.5312, 3.912, 31.522
Si, 32.4414, 13.8778, 29.3687
Si, 31.4775, 18.4554, 30.2434
Si, 7.4689, 17.8846, 33.619
Si, 8.6798, 10.809, 36.0237
Si, 5.4027, 11.9551, 30.1835
Si, 28.2432, 12.4155, 31.0074
Si, 7.4115, 10.9658, 31.9996
Si, 12.8698, 6.2604, 30.9337
Si, 11.4107, 5.1443, 33.5086
Si, 3.0325, 17.8464, 36.2072
Si, 23.1266, 6.7649, 34.1607
Si, 10.8019, 13.1671, 29.2318
Si, 9.0136, 17.162, 35.8349
Si, 11.1469, 7.8434, 29.306
Si, 21.4669, 3.0617, 29.1928
Si, 18.5522, 4.3478, 35.6257
Si, 21.394, 9.1263, 34.3564
Si, 16.788, 11.456, 36.7313
Si, 8.062, 8.2086, 37.1376
Si, 23.2895, 2.8581, 35.951
Si, 17.8145, 13.7216, 30.0677
Si, 13.8179, 10.0124, 34.0123
Si, 25.9453, 16.211, 33.4098
Si, 19.2174, 10.0732, 32.2565
Si, 10.7445, 2.847, 29.2245
Si, 17.0365, 4.8438, 32.9703
Si, 26.7857, 4.3984, 34.3663
Si, 34.0563, 8.2591, 29.9067
Si, 22.2787, 14.4407, 30.171
Si, 30.8155, 4.8152, 31.6523
Si, 3.308, 15.4897, 31.6173
Si, 25.7079, 8.4437, 31.0948
Si, 28.1349, 5.9004, 32.2365
Si, 34.1316, 12.9971, 31.9052
Si, 4.3505, 9.0756, 34.1493
Si, 29.7877, 17.1106, 36.8221
Si, 3.0289, 10.3344, 31.6164
Si, 34.4576, 4.2461, 35.9234
Si, 32.3805, 10.9504, 36.7455
Si, 6.6479, 5.8048, 36.2124
Si, 13.3548, 4.957, 35.9633
Si, 29.2583, 3.562, 36.046
Si, 34.2017, 17.7813, 31.0805
Si, 19.4461, 15.7384, 34.7574
Si, 11.7299, 2.6293, 32.1774
Si, 8.6346, 5.9742, 34.0902
Si, 16.2267, 8.4488, 29.1051
Si, 5.9333, 11.4884, 34.7556
Si, 8.3281, 16.8683, 31.0272
Si, 6.9369, 5.4373, 31.7973
Si, 12.6115, 12.5685, 33.4135
Si, 20.7355, 6.6349, 35.8958
Si, 13.1527, 11.6604, 30.429
Si, 13.7074, 8.1083, 36.6035
Si, 20.3114, 18.2351, 36.0398
Si, 21.3445, 18.5002, 31.9383
Si, 26.3265, 6.0751, 29.8548
Si, 19.508, 5.4786, 29.2919
Si, 24.3039, 13.659, 36.8353
Si, 11.5147, 15.8343, 36.0573
Si, 23.6627, 10.7829, 35.7767
Si, 7.0679, 8.0985, 32.793
Si, 3.9357, 6.5281, 35.866
Si, 25.8666, 9.8676, 33.6333
Si, 25.3906, 12.1661, 31.7031
Si, 19.0084, 13.7435, 36.8872
Si, 23.7265, 14.4521, 32.5541
Si, 30.8979, 15.296, 34.5814
Si, 5.9406, 14.9573, 30.1858
Si, 30.1434, 8.7497, 36.6689
Si, 32.9442, 13.1819, 34.7921
Si, 28.5688, 14.7014, 32.6424
Si, 34.939, 15.0518, 36.4007
Si, 1.3473, 14.9858, 5.5076
Si, 4.0883, 1.3173, 5.4324
Si, 1.3305, 4.0795, 5.4971
Si, 4.0761, 6.7958, 5.4882
Si, 1.3699, 9.5034, 5.5242
Si, 4.1041, 12.267, 5.4904
Si, 6.8203, 14.8945, 5.3764
Si, 9.5553, 1.3197, 5.3781
Si, 6.8199, 4.0201, 5.4105
Si, 9.5608, 6.7751, 5.4262
Si, 6.8401, 9.5127, 5.439
Si, 9.5101, 12.2188, 5.3354
Si, 12.2197, 14.9684, 5.3471
Si, 14.978, 1.3657, 5.3928
Si, 12.2763, 4.062, 5.3931
Si, 14.9937, 6.7963, 5.3773
Si, 12.231, 9.526, 5.3797
Si, 14.9182, 12.2663, 5.4319
Si, 17.6729, 14.9977, 5.4298
Si, 20.4049, 1.3755, 5.3711
Si, 17.727, 4.061, 5.3978
Si, 20.4122, 6.7615, 5.4389
Si, 17.6776, 9.4993, 5.4432
Si, 20.4137, 12.2549, 5.4728
Si, 23.1171, 14.9602, 5.4753
Si, 25.8206, 1.4002, 5.4759
Si, 23.1074, 4.0651, 5.4113
Si, 25.8156, 6.8292, 5.4673
Si, 23.1383, 9.4917, 5.5075
Si, 25.8199, 12.2544, 5.5364
Si, 28.5531, 14.9857, 5.55
Si, 31.2568, 1.4148, 5.5141
Si, 28.5161, 4.1086, 5.4806
Si, 31.2272, 6.8125, 5.5448
Si, 28.5585, 9.4933, 5.5506
Si, 31.2867, 12.2579, 5.5665
Si, 2.7367, 16.3219, 6.8398
Si, 5.4477, 2.6892, 6.7853
Si, 2.7124, 5.4344, 6.8375
Si, 5.463, 8.1632, 6.8053
Si, 2.7411, 10.8877, 6.8396
Si, 5.4765, 13.6064, 6.8228
Si, 8.1757, 16.2833, 6.7318
Si, 10.9004, 2.6995, 6.7446
Si, 8.176, 5.4081, 6.7625
Si, 10.9069, 8.1541, 6.7699
Si, 8.1911, 10.8838, 6.7752
Si, 10.8667, 13.5916, 6.7113
Si, 13.5998, 16.3089, 6.7297
Si, 16.3349, 2.724, 6.7578
Si, 13.6334, 5.4323, 6.7474
Si, 16.3188, 8.1408, 6.7884
Si, 13.5645, 10.889, 6.7708
Si, 16.3148, 13.6111, 6.7736
Si, 19.048, 16.3512, 6.7707
Si, 21.7493, 2.7155, 6.7768
Si, 19.0558, 5.4104, 6.7952
Si, 21.7537, 8.1288, 6.8199
Si, 19.0385, 10.8742, 6.7956
Si, 21.7609, 13.6083, 6.8384
Si, 24.4733, 16.3345, 6.8232
Si, 27.1776, 2.7432, 6.8458
Si, 24.4573, 5.4356, 6.7934
Si, 27.1792, 8.142, 6.8742
Si, 24.4744, 10.8701, 6.8697
Si, 27.1864, 13.6144, 6.8818
Si, 29.921, 16.3522, 6.8749
Si, 32.6261, 2.7413, 6.8763
Si, 29.8752, 5.4396, 6.8732
Si, 32.6327, 8.1567, 6.872
Si, 29.9083, 10.8859, 6.8872
Si, 32.657, 13.6196, 6.8871
Si, 1.3672, 1.364, 8.1951
Si, 4.0941, 4.0615, 8.1577
Si, 1.3579, 6.7898, 8.2076
Si, 4.1008, 9.5148, 8.1777
Si, 1.3855, 12.2447, 8.21
Si, 4.1047, 14.9604, 8.1816
Si, 6.8215, 1.3267, 8.1213
Si, 9.5394, 4.0552, 8.1191
Si, 6.8227, 6.7789, 8.1365
Si, 9.5422, 9.5127, 8.1318
Si, 6.8261, 12.2252, 8.156
Si, 9.527, 14.94, 8.1085
Si, 12.2561, 1.3473, 8.1104
Si, 14.978, 4.0778, 8.125
Si, 12.2669, 6.7874, 8.1178
Si, 14.9492, 9.5228, 8.12
Si, 12.2112, 12.248, 8.1191
Si, 14.9458, 14.9604, 8.1227
Si, 17.6807, 1.3678, 8.1362
Si, 20.4084, 4.0652, 8.1616
Si, 17.6837, 6.7796, 8.1422
Si, 20.3929, 9.5085, 8.1595
Si, 17.6744, 12.245, 8.138
Si, 20.3888, 14.9825, 8.1563
Si, 23.102, 1.3683, 8.1656
Si, 25.8134, 4.0978, 8.1874
Si, 23.1167, 6.785, 8.1804
Si, 25.8383, 9.5205, 8.2226
Si, 23.1077, 12.2404, 8.2001
Si, 25.8224, 14.9838, 8.2074
Si, 28.5444, 1.3867, 8.2099
Si, 31.2609, 4.095, 8.2225
Si, 28.5345, 6.7949, 8.2354
Si, 31.2822, 9.526, 8.2249
Si, 28.5475, 12.2494, 8.23
Si, 31.2804, 14.9796, 8.222
Si, 32.6499, 16.333, 9.565
Si, 2.7314, 2.7248, 9.5389
Si, 32.6344, 5.4455, 9.5697
Si, 2.7316, 8.1601, 9.5384
Si, 32.6518, 10.8895, 9.5631
Si, 2.7452, 13.6072, 9.551
Si, 5.4629, 16.3238, 9.5222
Si, 8.1726, 2.7011, 9.4815
Si, 5.4542, 5.4314, 9.5058
Si, 8.1769, 8.1502, 9.4917
Si, 5.4604, 10.8768, 9.5252
Si, 8.1782, 13.5963, 9.502
Si, 10.8872, 16.3071, 9.469
Si, 13.6097, 2.711, 9.4764
Si, 10.8955, 5.4275, 9.4753
Si, 13.6078, 8.154, 9.4899
Si, 10.8827, 10.8778, 9.4987
Si, 13.5884, 13.5948, 9.4801
Si, 16.3148, 16.3166, 9.484
Si, 19.0383, 2.7129, 9.5131
Si, 16.3254, 5.4286, 9.5042
Si, 19.0331, 8.1464, 9.5101
Si, 16.3126, 10.8761, 9.488
Si, 19.033, 13.604, 9.5037
Si, 21.7525, 16.3242, 9.5274
Si, 24.4633, 2.7231, 9.5353
Si, 21.757, 5.4275, 9.5321
Si, 24.4679, 8.1506, 9.5517
Si, 21.7443, 10.8698, 9.5341
Si, 24.4706, 13.6048, 9.5525
Si, 27.1917, 16.3356, 9.5609
Si, 29.9084, 2.7305, 9.5744
Si, 27.1736, 5.4347, 9.5731
Si, 29.9141, 8.1625, 9.57
Si, 27.1945, 10.8826, 9.5784
Si, 29.9188, 13.6128, 9.5696
Si, 1.3737, 14.9648, 10.9073
Si, 4.0949, 1.3602, 10.8852
Si, 1.3668, 4.0795, 10.905
Si, 4.0947, 6.7905, 10.8792
Si, 1.3724, 9.5197, 10.9051
Si, 4.1003, 12.2351, 10.8938
Si, 6.816, 14.9527, 10.8701
Si, 9.53, 1.3438, 10.8421
Si, 6.8146, 4.0644, 10.8541
Si, 9.5352, 6.7858, 10.8466
Si, 6.8172, 9.5051, 10.8683
Si, 9.5257, 12.2323, 10.8652
Si, 12.2373, 14.9536, 10.8456
Si, 14.9615, 1.3543, 10.8484
Si, 12.2485, 4.068, 10.8413
Si, 14.9639, 6.794, 10.856
Si, 12.2453, 9.5118, 10.8514
Si, 14.9509, 12.2343, 10.8448
Si, 17.6689, 14.9583, 10.8577
Si, 20.3927, 1.358, 10.883
Si, 17.6819, 4.0734, 10.87
Si, 20.3966, 6.7961, 10.8791
Si, 17.6727, 9.5165, 10.8578
Si, 20.3875, 12.2425, 10.877
Si, 23.1088, 14.9667, 10.8976
Si, 25.8275, 1.3734, 10.9075
Si, 23.114, 4.0785, 10.9011
Si, 25.8265, 6.8034, 10.923
Si, 23.1094, 9.5188, 10.8991
Si, 25.8312, 12.2497, 10.9175
Si, 28.5548, 14.9744, 10.9178
Si, 31.2811, 1.3693, 10.919
Si, 28.5472, 4.0857, 10.9284
Si, 31.2772, 6.8062, 10.9257
Si, 28.5606, 9.5248, 10.9273
Si, 31.2866, 12.25, 10.9162
Si, 2.7323, 16.3294, 12.2549
Si, 5.4522, 2.7238, 12.2349
Si, 2.7298, 5.4443, 12.2512
Si, 5.4498, 8.1559, 12.2347
Si, 2.7301, 10.8844, 12.2559
Si, 5.4539, 13.6031, 12.2418
Si, 8.1714, 16.318, 12.2217
Si, 10.8854, 2.7079, 12.2017
Si, 8.1695, 5.4306, 12.2116
Si, 10.8851, 8.15, 12.212
Si, 8.166, 10.873, 12.2273
Si, 10.8846, 13.5959, 12.2174
Si, 13.5999, 16.3105, 12.2058
Si, 16.3195, 2.7072, 12.2184
Si, 13.6022, 5.4281, 12.2092
Si, 16.3212, 8.1529, 12.2193
Si, 13.6016, 10.8719, 12.2131
Si, 16.3125, 13.5891, 12.2111
Si, 19.0319, 16.3089, 12.2285
Si, 21.754, 2.7136, 12.2475
Si, 19.0399, 5.4328, 12.2334
Si, 21.754, 8.153, 12.25
Si, 19.0317, 10.8727, 12.2282
Si, 21.7517, 13.596, 12.2447
Si, 24.4739, 16.3229, 12.2587
Si, 27.1903, 2.7216, 12.278
Si, 24.4713, 5.4356, 12.2701
Si, 27.1968, 8.1625, 12.2751
Si, 24.4713, 10.8799, 12.2619
Si, 27.198, 13.6086, 12.271
Si, 29.9195, 16.3296, 12.2748
Si, 32.6442, 2.7287, 12.2701
Si, 29.9159, 5.4454, 12.2798
Si, 32.6476, 8.1676, 12.2687
Si, 29.9266, 10.8892, 12.2738
Si, 32.6475, 13.6112, 12.2676
Si, 1.3675, 1.3663, 13.6187
Si, 4.0895, 4.0804, 13.6022
Si, 1.3668, 6.8007, 13.6174
Si, 4.0871, 9.5153, 13.6025
Si, 1.3668, 12.2462, 13.6175
Si, 4.0882, 14.9617, 13.6047
Si, 6.8066, 1.3551, 13.5861
Si, 9.5242, 4.0644, 13.5675
Si, 6.8082, 6.7885, 13.5828
Si, 9.5242, 9.507, 13.5791
Si, 6.8066, 12.2341, 13.592
Si, 9.5241, 14.9541, 13.5798
Si, 12.2396, 1.3478, 13.5661
Si, 14.9595, 4.0676, 13.5732
Si, 12.2422, 6.7865, 13.5711
Si, 14.9619, 9.5128, 13.5756
Si, 12.2414, 12.2308, 13.5737
Si, 14.9542, 14.9464, 13.5696
Si, 17.6756, 1.3487, 13.5848
Si, 20.3987, 4.0767, 13.5989
Si, 17.6807, 6.7957, 13.5851
Si, 20.3958, 9.5195, 13.5984
Si, 17.6723, 12.2336, 13.5819
Si, 20.3923, 14.9554, 13.5975
Si, 23.1154, 1.3615, 13.6131
Si, 25.836, 4.084, 13.6333
Si, 23.1151, 6.801, 13.6193
Si, 25.8384, 9.5275, 13.6236
Si, 23.1154, 12.2454, 13.6141
Si, 25.8387, 14.9697, 13.6236
Si, 28.5578, 1.3659, 13.6347
Si, 31.2819, 4.0852, 13.6325
Si, 28.5598, 6.8082, 13.6357
Si, 31.289, 9.5296, 13.6278
Si, 28.5639, 12.2509, 13.6264
Si, 31.2841, 14.9699, 13.6268
Si, 32.6424, 16.3337, 14.9816
Si, 2.7257, 2.7309, 14.9709
Si, 32.645, 5.4479, 14.9849
Si, 2.7231, 8.1651, 14.9713
Si, 32.645, 10.8943, 14.984
Si, 2.7201, 13.6138, 14.9708
Si, 5.4435, 16.3264, 14.9573
Si, 8.1637, 2.7152, 14.941
Si, 5.4453, 5.4432, 14.9573
Si, 8.1612, 8.1506, 14.9422
Si, 5.4381, 10.8854, 14.9548
Si, 8.1608, 13.6013, 14.944
Si, 10.8825, 16.3129, 14.9355
Si, 13.5996, 2.7013, 14.9274
Si, 10.8809, 5.422, 14.9271
Si, 13.6027, 8.1475, 14.9289
Si, 10.8788, 10.8738, 14.9335
Si, 13.5997, 13.5868, 14.9357
Si, 16.3158, 16.2985, 14.9329
Si, 19.0408, 2.7063, 14.944
Si, 16.3222, 5.4249, 14.9327
Si, 19.0419, 8.1503, 14.9523
Si, 16.3197, 10.8687, 14.9424
Si, 19.0344, 13.5882, 14.948
Si, 21.7575, 16.3123, 14.9592
Si, 24.4757, 2.7168, 14.9806
Si, 21.7582, 5.4313, 14.9669
Si, 24.4841, 8.1603, 14.9761
Si, 21.7584, 10.8778, 14.9644
Si, 24.4825, 13.6036, 14.9757
Si, 27.1995, 16.3236, 14.9913
Si, 29.9209, 2.7255, 14.9926
Si, 27.2019, 5.4443, 14.9898
Si, 29.9275, 8.1713, 14.9857
Si, 27.2042, 10.888, 14.9793
Si, 29.9226, 13.6123, 14.9857
Si, 1.3595, 14.9743, 16.3377
Si, 4.0811, 1.3651, 16.3235
Si, 1.364, 4.0848, 16.3411
Si, 4.079, 6.7984, 16.3241
Si, 1.3646, 9.5299, 16.3348
Si, 4.0785, 12.2497, 16.3201
Si, 6.7991, 14.9602, 16.3092
Si, 9.5173, 1.3473, 16.2965
Si, 6.8034, 4.0747, 16.3065
Si, 9.5183, 6.7766, 16.29
Si, 6.7943, 9.5147, 16.2992
Si, 9.5185, 12.2369, 16.2942
Si, 12.2385, 14.9475, 16.2918
Si, 14.9522, 1.332, 16.286
Si, 12.2364, 4.0556, 16.2843
Si, 14.9624, 6.7828, 16.2863
Si, 12.241, 9.5093, 16.2833
Si, 14.9581, 12.2267, 16.2991
Si, 17.673, 14.945, 16.3022
Si, 20.3992, 1.3519, 16.3112
Si, 17.682, 4.0648, 16.2946
Si, 20.4, 6.7904, 16.3187
Si, 17.6838, 9.512, 16.3055
Si, 20.3978, 12.2393, 16.3174
Si, 23.1231, 14.9666, 16.3281
Si, 25.8359, 1.3623, 16.3457
Si, 23.1177, 4.0779, 16.3338
Si, 25.8459, 6.8077, 16.3438
Si, 23.1302, 9.5273, 16.3259
Si, 25.8531, 12.2526, 16.3373
Si, 28.5675, 14.9706, 16.3517
Si, 31.2833, 1.3671, 16.3518
Si, 28.5623, 4.087, 16.3511
Si, 31.286, 6.8114, 16.3446
Si, 28.5695, 9.536, 16.3402
Si, 31.2831, 12.2565, 16.3446
Si, 2.7102, 16.3443, 17.6944
Si, 5.4425, 2.7248, 17.6755
Si, 2.7201, 5.4474, 17.6993
Si, 5.4336, 8.1683, 17.672
Si, 2.72, 10.8979, 17.6884
Si, 5.4258, 13.6214, 17.6757
Si, 8.158, 16.3159, 17.6676
Si, 10.8792, 2.699, 17.6526
Si, 8.1634, 5.4255, 17.6681
Si, 10.8839, 8.1394, 17.6294
Si, 8.1453, 10.8858, 17.6461
Si, 10.875, 13.5961, 17.6536
Si, 13.596, 16.2983, 17.6578
Si, 16.3266, 2.6815, 17.6311
Si, 13.604, 5.4099, 17.6323
Si, 16.3265, 8.1346, 17.6479
Si, 13.5939, 10.8638, 17.6519
Si, 16.3139, 13.5864, 17.663
Si, 19.0389, 16.3031, 17.6572
Si, 21.7611, 2.7024, 17.6799
Si, 19.0424, 5.4136, 17.6662
Si, 21.7715, 8.1546, 17.6672
Si, 19.0394, 10.8752, 17.6721
Si, 21.7636, 13.602, 17.6747
Si, 24.4785, 16.3201, 17.7057
Si, 27.1957, 2.7251, 17.703
Si, 24.482, 5.4404, 17.6911
Si, 27.2194, 8.1688, 17.6958
Si, 24.4983, 10.8869, 17.6877
Si, 27.212, 13.6082, 17.7103
Si, 29.926, 16.3288, 17.7182
Si, 32.6443, 2.7285, 17.7097
Si, 29.9302, 5.4476, 17.7055
Si, 32.6397, 8.1816, 17.7012
Si, 29.9182, 10.9046, 17.7061
Si, 32.6341, 13.6254, 17.7035
Si, 1.3514, 17.6887, 19.0818
Si, 4.0764, 4.0693, 19.0473
Si, 1.3582, 6.8195, 19.0555
Si, 4.08, 9.5362, 19.0411
Si, 1.3606, 12.2665, 19.0465
Si, 4.0714, 14.9913, 19.046
Si, 6.7995, 17.6803, 19.0281
Si, 9.5231, 4.0496, 19.021
Si, 6.7906, 6.7934, 19.012
Si, 9.5124, 9.5042, 18.9649
Si, 6.7863, 12.2519, 19.0131
Si, 9.5176, 14.9533, 19.0231
Si, 12.2253, 17.6473, 19.0144
Si, 14.9592, 4.0252, 18.9727
Si, 12.2429, 6.7705, 18.9809
Si, 14.9565, 9.4868, 18.9941
Si, 12.235, 12.2349, 19.0053
Si, 14.9548, 14.9434, 19.025
Si, 17.673, 17.6505, 19.011
Si, 20.3936, 4.0464, 19.0332
Si, 17.6791, 6.7702, 19.0141
Si, 20.4203, 9.5184, 19.0161
Si, 17.6738, 12.2338, 19.0282
Si, 20.4021, 14.9621, 19.0269
Si, 23.115, 17.6793, 19.0636
Si, 25.8325, 4.0808, 19.06
Si, 23.1273, 6.8066, 19.0404
Si, 25.8754, 9.5416, 19.0488
Si, 23.1386, 12.2573, 19.0318
Si, 25.848, 14.9652, 19.0643
Si, 28.5569, 17.6923, 19.0649
Si, 31.2882, 4.0908, 19.0699
Si, 28.5757, 6.811, 19.0627
Si, 31.2795, 9.5498, 19.0603
Si, 28.5789, 12.2684, 19.0881
Si, 31.285, 14.9767, 19.0925
Si, 32.6347, 16.3382, 20.4661
Si, 2.7159, 2.7287, 20.4363
Si, 32.6447, 5.4619, 20.4255
Si, 2.7142, 8.1896, 20.4068
Si, 32.6321, 10.9285, 20.4109
Si, 2.6989, 13.6466, 20.4027
Si, 5.4204, 16.3635, 20.4043
Si, 8.1765, 2.6839, 20.3961
Si, 5.4419, 5.4338, 20.3832
Si, 8.1642, 8.1608, 20.336
Si, 5.4316, 10.9125, 20.3916
Si, 8.1362, 13.6104, 20.3717
Si, 10.873, 16.2991, 20.4001
Si, 13.6108, 2.6735, 20.3449
Si, 10.9021, 5.4097, 20.3508
Si, 13.613, 8.1029, 20.3427
Si, 10.8544, 10.8602, 20.3192
Si, 13.5832, 13.5922, 20.3826
Si, 16.3222, 16.2983, 20.383
Si, 19.0336, 2.6652, 20.3851
Si, 16.3206, 5.3585, 20.3315
Si, 19.0594, 8.141, 20.3481
Si, 16.2924, 10.8578, 20.3543
Si, 19.0419, 13.6058, 20.3768
Si, 21.7435, 16.3172, 20.4142
Si, 24.4786, 2.717, 20.4289
Si, 21.7644, 5.4152, 20.3683
Si, 24.5125, 8.1748, 20.3808
Si, 21.7856, 10.8887, 20.3693
Si, 24.483, 13.6099, 20.4204
Si, 27.2089, 16.3241, 20.426
Si, 29.9163, 2.7322, 20.422
Si, 27.2047, 5.4428, 20.4037
Si, 29.9334, 8.1816, 20.4226
Si, 27.2164, 10.9067, 20.4385
Si, 29.9358, 13.6238, 20.4747
O, 34.0708, 14.0944, 35.4733
O, 30.0462, 10.9235, 27.6512
O, 15.4104, 11.999, 37.3922
O, 2.7245, 16.4451, 27.7159
O, 34.5017, 4.9125, 28.1652
O, 5.7574, 8.4626, 27.5673
O, 7.9167, 5.2825, 35.3656
O, 7.932, 18.2085, 30.2177
O, 5.714, 13.4506, 30.7159
O, 6.2236, 14.9102, 28.5915
O, 16.2361, 12.8189, 33.1487
O, 11.9136, 6.4461, 29.6317
O, 4.3309, 17.3615, 35.3993
O, 8.1575, 5.5751, 27.5295
O, 20.2959, 6.572, 28.4368
O, 9.7732, 16.2555, 30.631
O, 7.2936, 4.6344, 30.4706
O, 15.3786, 17.3569, 28.7971
O, 29.0972, 13.1862, 29.863
O, 11.9591, 3.6738, 28.5627
O, 27.2635, 5.5363, 38.4632
O, 13.6446, 10.7207, 27.4116
O, 25.0998, 9.283, 29.8667
O, 17.4378, 14.5691, 28.7399
O, 16.505, 3.1502, 28.0657
O, 20.6848, 18.2847, 28.3222
O, 18.7706, 10.7041, 27.3717
O, 19.3826, 13.4349, 30.1158
O, 24.385, 16.4062, 27.7568
O, 19.8928, 10.9939, 31.0798
O, 22.4926, 14.6829, 28.5923
O, 31.9071, 16.0325, 33.5479
O, 27.1302, 13.6038, 27.6818
O, 24.3356, 5.5738, 27.4545
O, 21.8381, 8.2864, 27.5093
O, 16.4041, 16.517, 38.363
O, 33.0554, 18.1568, 30.0217
O, 24.3215, 11.5701, 30.6381
O, 32.6654, 2.9974, 27.5934
O, 5.2583, 16.5087, 38.5357
O, 32.5992, 8.3624, 30.6074
O, 26.1944, 16.7734, 34.907
O, 8.6739, 13.3434, 34.2274
O, 13.431, 6.562, 36.2029
O, 7.3886, 9.0793, 38.2749
O, 31.6879, 12.0772, 37.6681
O, 11.9571, 8.7993, 28.2835
O, 26.4255, 6.8918, 28.4519
O, 20.2797, 13.1694, 37.6774
O, 23.7651, 3.457, 34.545
O, 19.2498, 2.9109, 35.3191
O, 15.0436, 7.5584, 28.4361
O, 21.795, 11.2315, 38.4518
O, 25.2029, 8.7894, 32.5952
O, 20.8635, 6.63, 37.5041
O, 18.7846, 8.5888, 31.7608
O, 19.0256, 16.3298, 27.607
O, 24.7342, 15.0814, 36.1773
O, 27.7417, 6.0477, 30.6624
O, 23.6791, 14.7416, 30.9464
O, 33.8939, 8.7346, 28.3621
O, 8.1038, 7.4917, 33.8813
O, 31.1873, 14.8317, 29.749
O, 14.9662, 7.9787, 37.6171
O, 29.0663, 15.4033, 31.255
O, 27.0601, 15.1396, 32.9747
O, 6.7878, 7.0291, 31.6051
O, 17.8814, 3.8648, 31.9937
O, 12.5256, 8.8309, 37.4646
O, 30.005, 13.907, 38.4567
O, 21.8186, 17.1484, 32.6898
O, 10.9838, 10.8008, 38.4003
O, 11.8336, 15.6336, 37.6058
O, 30.7589, 17.9563, 37.8102
O, 8.7656, 17.2042, 37.4125
O, 34.5833, 6.7178, 30.034
O, 30.6401, 4.1374, 35.4661
O, 22.1117, 6.0994, 35.244
O, 28.229, 9.4064, 28.666
O, 31.3507, 7.2794, 28.6243
O, 15.8696, 9.9872, 29.4656
O, 10.0915, 15.1101, 32.9697
O, 10.629, 17.1728, 35.7629
O, 21.8813, 3.4801, 32.7355
O, 21.8252, 12.9167, 30.5408
O, 24.0398, 17.748, 36.1742
O, 9.0514, 11.8723, 37.2102
O, 14.7718, 4.1247, 35.848
O, 33.1284, 4.3672, 35.0609
O, 30.8398, 17.9366, 28.8347
O, 34.2113, 4.1019, 37.5099
O, 20.5394, 8.1747, 35.381
O, 9.7635, 7.4392, 28.5598
O, 19.7387, 18.4074, 31.8071
O, 26.4699, 2.9793, 33.6922
O, 2.4816, 9.2472, 30.5745
O, 31.1074, 3.6964, 30.5101
O, 4.173, 6.743, 37.4597
O, 26.853, 5.3734, 33.0675
O, 10.7114, 14.5497, 35.4879
O, 3.4196, 18.1895, 37.7331
O, 29.0394, 18.2678, 35.9733
O, 19.0674, 8.3929, 38.3319
O, 2.7448, 2.496, 30.8404
O, 8.5066, 15.7933, 35.1096
O, 23.7515, 10.0671, 37.2519
O, 32.5077, 5.7589, 38.4563
O, 22.3968, 8.097, 33.5693
O, 16.3237, 5.8048, 38.3135
O, 22.2726, 10.2775, 35.0977
O, 24.9046, 10.2512, 34.8715
O, 23.2914, 10.3366, 28.3872
O, 8.2536, 16.3516, 27.6258
O, 8.5089, 17.2548, 32.5826
O, 4.5413, 15.6706, 30.5776
O, 16.7491, 7.6706, 30.4059
O, 27.1374, 7.1508, 35.3626
O, 14.7399, 18.2089, 37.2456
O, 4.14, 12.7363, 37.5428
O, 11.9418, 12.0562, 29.4561
O, 25.8181, 17.3273, 32.2638
O, 34.608, 16.6203, 36.1372
O, 13.9574, 5.1344, 30.6471
O, 35.2454, 8.4679, 38.482
O, 5.5186, 10.9454, 38.6773
O, 9.5215, 10.9467, 34.664
O, 10.2308, 5.9497, 34.25
O, 21.1629, 15.4358, 30.8353
O, 17.9889, 4.2381, 37.1435
O, 27.3266, 9.3703, 34.1178
O, 30.7315, 7.4994, 37.5276
O, 33.2618, 13.1769, 33.2305
O, 28.7886, 16.1283, 37.6692
O, 26.0751, 16.9903, 37.557
O, 23.4222, 3.9789, 37.1375
O, 34.707, 16.262, 30.9289
O, 6.2269, 14.4213, 37.3879
O, 18.9809, 6.2273, 30.6039
O, 23.4183, 5.6202, 33.0534
O, 4.9424, 12.0627, 28.6258
O, 12.5506, 4.8144, 34.5828
O, 13.4778, 18.5276, 34.8697
O, 26.6478, 12.7565, 30.8512
O, 29.5003, 8.2785, 35.2687
O, 12.5847, 4.249, 37.2164
O, 10.8415, 5.5888, 38.5653
O, 28.0938, 3.6012, 28.5949
O, 20.5126, 16.7594, 35.4051
O, 31.8945, 12.6459, 28.4783
O, 17.393, 4.5647, 34.5203
O, 6.9044, 2.8997, 32.9444
O, 17.3873, 14.4966, 31.4119
O, 17.2717, 10.1336, 37.5208
O, 18.3659, 15.0046, 37.6444
O, 32.7341, 16.4855, 38.6422
O, 12.828, 16.1117, 35.2032
O, 3.7062, 7.9415, 35.1075
O, 28.6419, 10.8689, 30.8854
O, 5.2659, 5.7325, 35.3721
O, 8.0483, 3.038, 38.4983
O, 33.5963, 10.2699, 37.5642
O, 5.4824, 12.9605, 35.2437
O, 28.9829, 9.4662, 37.5315
O, 7.1745, 15.7407, 30.8704
O, 11.2091, 2.3387, 30.6842
O, 34.5825, 14.6926, 37.9365
O, 12.96, 12.1853, 31.909
O, 2.8027, 10.8245, 27.7117
O, 2.8048, 13.9655, 31.8601
O, 2.5056, 2.8584, 35.4943
O, 20.6761, 11.7747, 28.5984
O, 28.5771, 7.2319, 33.0675
O, 9.434, 3.7872, 29.33
O, 31.3234, 9.8008, 36.3537
O, 24.7944, 19.028, 38.7216
O, 6.1952, 16.8853, 33.7365
O, 18.3009, 4.9391, 28.3776
O, 28.8836, 15.4201, 28.569
O, 25.999, 18.3381, 28.6204
O, 31.0779, 6.273, 31.0419
O, 6.9335, 3.3968, 28.3201
O, 8.8387, 11.7078, 32.1737
O, 29.2999, 4.7837, 32.2196
O, 5.2958, 2.7506, 30.8381
O, 17.1401, 12.242, 30.0884
O, 12.0018, 5.9795, 32.2664
O, 4.2905, 11.1293, 31.004
O, 29.9409, 8.5902, 30.4936
O, 15.8793, 12.1535, 27.8377
O, 28.6707, 13.0906, 32.4286
O, 6.4997, 4.943, 37.5711
O, 3.3517, 9.5146, 32.9651
O, 23.7329, 12.4264, 35.9133
O, 17.3994, 8.5314, 27.9971
O, 6.8632, 7.4002, 36.4398
O, 13.9993, 9.03, 35.2946
O, 26.9269, 2.8816, 30.9734
O, 22.7014, 3.7009, 28.3846
O, 17.3793, 6.3945, 32.6089
O, 22.0193, 18.5926, 30.4754
O, 15.9599, 17.9939, 34.9122
O, 15.3516, 3.001, 30.5032
O, 12.2306, 15.3167, 31.4167
O, 30.712, 16.1867, 35.8966
O, 13.9358, 16.5707, 32.979
O, 16.275, 15.4608, 33.6216
O, 8.9568, 9.2529, 36.3263
O, 9.0867, 7.1134, 37.6793
O, 31.491, 13.8588, 34.9898
O, 11.4358, 14.3406, 28.3015
O, 10.8321, 3.7733, 32.8742
O, 8.2077, 5.1868, 32.7623
O, 25.5917, 13.0392, 37.5904
O, 19.4538, 14.2715, 35.4318
O, 3.7297, 16.1819, 33.0301
O, 12.7168, 9.3682, 32.9881
O, 3.87, 14.8159, 36.1161
O, 7.8616, 10.5944, 27.5642
O, 25.3209, 6.8948, 30.8201
O, 24.5263, 13.0723, 32.7157
O, 27.3105, 8.6799, 31.0139
O, 11.6588, 17.6704, 33.1686
O, 33.554, 14.7174, 28.5658
O, 25.6203, 11.5063, 28.3944
O, 24.4792, 7.2302, 34.9246
O, 24.4858, 3.3787, 32.0475
O, 3.8998, 6.7457, 28.4034
O, 16.6109, 11.138, 35.1767
O, 9.5346, 12.4387, 28.5519
O, 19.9163, 18.0791, 37.605
O, 29.4605, 15.1359, 33.8915
O, 33.5687, 17.8953, 32.5651
O, 4.366, 18.7731, 33.2454
O, 18.0633, 16.5199, 34.9958
O, 31.7368, 4.5644, 32.9496
O, 4.1288, 2.2031, 28.561
O, 7.1156, 10.9968, 35.7243
O, 5.5053, 4.8819, 32.3783
O, 6.7951, 11.1921, 30.5207
O, 31.6553, 18.5581, 34.1387
O, 23.1737, 14.1073, 37.8986
O, 21.7193, 18.9451, 35.886
O, 28.164, 4.2883, 35.1453
O, 6.4173, 11.4793, 33.1979
O, 2.6777, 5.5668, 35.6109
O, 29.8039, 5.4255, 27.6774
O, 13.6127, 7.6634, 31.222
O, 14.5441, 12.2515, 29.9416
O, 13.4298, 16.0789, 27.6786
O, 3.7733, 4.6116, 29.8222
O, 29.1615, 4.0135, 37.5839
O, 19.5449, 5.6218, 35.4906
O, 20.4641, 4.2382, 29.6792
O, 4.7179, 10.4334, 34.9539
O, 19.7754, 15.5307, 33.1828
O, 31.1016, 17.6797, 31.6336
O, 25.4365, 6.974, 37.3425
O, 15.2327, 10.2976, 33.2291
O, 5.6882, 8.4546, 33.5165
O, 13.6132, 13.7294, 38.2809
O, 13.6706, 5.4531, 27.5632
O, 11.1689, 8.6037, 30.7752
O, 26.1313, 11.1411, 32.6935
O, 17.6427, 18.2448, 30.1616
O, 17.9115, 12.5879, 36.8407
O, 14.8199, 14.5347, 31.655
O, 13.1597, 14.0715, 33.5984
O, 13.2785, 10.075, 30.4887
O, 20.3606, 9.8829, 33.3832
O, 10.3214, 13.7564, 30.6481
O, 15.4693, 4.4827, 32.7153
O, 13.2381, 11.4824, 34.4431
O, 25.7333, 5.0033, 35.4449
O, 11.0216, 12.5721, 33.4289
O, 21.7556, 16.3298, 38.4549
O, 25.8358, 4.5871, 29.4708
O, 33.15, 13.2924, 30.6718
O, 32.9295, 11.6921, 35.4213
O, 27.2139, 11.1534, 38.4211
O, 7.7173, 9.4015, 32.1491
O, 10.3375, 17.9129, 28.2874
O, 22.1914, 14.526, 33.0789
O, 13.2857, 3.0929, 32.1259
O, 8.2158, 18.2915, 35.0052
O, 24.4963, 15.5309, 33.4285
O, 17.8838, 10.7787, 32.8683
O, 34.5529, 11.4506, 31.8864
O, 17.3333, 17.6984, 32.7085

Results
total energy: -218730.628 eV
total energy less fixed offsets of O -438.35, Si -107.03 eV per atom: -11.908 eV

Forces (eV/angstrom), in the order of the atoms: element, x, y, z
Si, -0.0644, 0.1488, 0.7461
Si, -0.2233, 0.0925, 0.7138
Si, 0.1892, -0.1569, 0.7692
Si, -0.0419, 0.0161, 0.7374
Si, -0.264, 0.1675, 0.7923
Si, 0.3521, -0.1727, 0.6448
Si, 0.4985, -0.1034, 0.6989
Si, 0.2732, -0.2969, 0.7334
Si, -0.1143, 0.2582, 0.8029
Si, 0.2621, -0.1231, 0.7034
Si, -0.2028, 0.3684, 0.6893
Si, -0.0929, -0.0032, 0.7938
Si, -0.1528, 0.2044, 0.7389
Si, 0.2183, -0.2498, 0.7751
Si, -0.3147, -0.0016, 0.6767
Si, -0.0837, 0.193, 0.7071
Si, 0.1845, -0.1425, 0.7696
Si, 0.0271, -0.2213, 0.7575
Si, -0.006, 0.124, 0.6893
Si, -0.4858, 0.3379, 0.6691
Si, 0.1184, -0.0932, 0.7659
Si, 0.1585, -0.3608, 0.6312
Si, -0.2951, 0.0472, 0.6917
Si, 0.2397, 0.0727, 0.6181
Si, 0.3041, -0.2441, 0.6076
Si, 0.0619, -0.1918, 0.7584
Si, -0.1363, 0.2799, 0.6964
Si, 0.1338, -0.1446, 0.8124
Si, -0.1337, 0.1675, 0.7889
Si, -0.2707, 0.0434, 0.7199
Si, -0.0104, 0.1834, 0.7667
Si, 0.1387, -0.1363, 0.7675
Si, -0.1422, 0.2136, 0.7058
Si, -0.2209, 0.136, 0.7532
Si, 0.106, -0.1382, 0.7876
Si, 0.0389, -0.1198, 0.6769
Si, 0.0198, 0.0213, -0.068
Si, -0.0003, -0.0254, -0.0121
Si, -0.0621, -0.0823, -0.048
Si, 0.0613, 0.0708, -0.0164
Si, 0.0159, -0.0096, -0.0443
Si, -0.0375, -0.0671, -0.0574
Si, -0.0724, 0.0161, -0.0467
Si, 0.0387, 0.0215, -0.0442
Si, -0.0008, 0.0113, -0.0157
Si, -0.0413, 0.0132, -0.0421
Si, -0.0166, -0.037, -0.0389
Si, 0.0342, 0.007, -0.0646
Si, 0.034, 0.0086, -0.0639
Si, -0.0037, -0.011, -0.0667
Si, 0.006, 0.0236, -0.0188
Si, 0.0009, 0.0068, -0.0057
Si, -0.0064, -0.0169, -0.0412
Si, -0.0231, -0.0126, -0.0333
Si, 0.0322, 0.0345, -0.0602
Si, -0.0127, -0.0473, -0.0536
Si, 0.0266, 0.0385, -0.0627
Si, 0.0372, 0.0302, -0.0576
Si, -0.0234, -0.0221, 0.0082
Si, -0.0526, -0.0163, -0.0183
Si, -0.0085, 0.0129, -0.0419
Si, 0.0561, -0.0079, -0.0389
Si, 0.0018, 0.0143, -0.0166
Si, -0.0321, 0.0018, -0.0553
Si, 0.0422, -0.0145, -0.0767
Si, -0.0012, -0.0195, -0.0362
Si, 0.0201, 0.0329, -0.0654
Si, 0.0018, 0.0065, -0.0782
Si, 0.0183, -0.0309, -0.0272
Si, 0.0078, -0.0181, -0.0732
Si, -0.0119, -0.0314, -0.0776
Si, 0.0229, 0.0085, -0.0356
Si, -0.0241, 0.0003, -0.0125
Si, 0.0005, 0.0434, 0.0085
Si, 0.008, 0.0224, 0.0407
Si, -0.0367, -0.0126, 0.0292
Si, 0.0133, 0.0051, 0.0212
Si, -0.012, -0.0096, 0.0086
Si, 0.0213, -0.0367, 0.0321
Si, 0.0033, -0.0081, 0.0242
Si, -0.0065, -0.0135, 0.026
Si, 0.0144, -0.0011, 0.0297
Si, 0.0329, -0.0164, -0.0298
Si, -0.0012, 0.0335, -0.0145
Si, 0.0102, 0.001, 0.0214
Si, 0.0315, -0.0119, 0.0211
Si, -0.0339, 0.0015, -0.0039
Si, 0.0085, 0.0127, -0.0137
Si, -0.0047, -0.0163, 0.0336
Si, -0.0389, 0.0104, 0.0419
Si, -0.0003, -0.0289, -0.0216
Si, 0.0002, 0.0134, -0.0053
Si, 0.0114, -0.0036, 0.0228
Si, 0.0014, -0.0262, 0.0208
Si, -0.0234, 0.0105, 0.0444
Si, -0.0306, -0.0114, 0.0359
Si, 0.0039, -0.0138, 0.0413
Si, -0.0332, 0.0084, 0.019
Si, 0.0194, 0.0148, 0.0278
Si, 0.0027, 0.0221, 0.0455
Si, 0.0068, -0.0255, -0.0196
Si, -0.021, 0.0043, 0.0182
Si, 0.0175, 0.0057, 0.0298
Si, 0.0036, 0.0232, 0.0276
Si, -0.0098, -0.0006, -0.016
Si, 0.0011, -0.0144, 0.0093
Si, 0.0344, 0.0037, 0.0694
Si, -0.0369, -0.0072, 0.0397
Si, -0.0004, 0.0032, -0.0057
Si, -0.0121, -0.0018, 0.0057
Si, -0.0085, -0.0101, -0.0207
Si, 0.0066, -0.0137, -0.0526
Si, 0.001, 0.0276, 0.0144
Si, -0.0057, 0.0205, -0.0035
Si, 0.0348, -0.0099, -0.0395
Si, -0.0397, 0.0129, -0.0253
Si, 0.0085, 0.0139, 0.0133
Si, -0.0026, 0.0408, -0.013
Si, -0.0047, 0.0035, 0.0089
Si, -0.0146, -0.0098, 0.0053
Si, 0.0103, 0.0118, -0.0279
Si, -0.0155, 0.0038, -0.024
Si, -0.0251, -0.0026, -0.0047
Si, 0.0232, -0.009, 0.0068
Si, -0.0145, -0.0155, -0.0499
Si, 0.0286, -0.0143, -0.0332
Si, -0.0011, 0.0063, -0.0029
Si, -0.0005, -0.0022, -0.0041
Si, -0.0026, 0.0132, -0.0222
Si, -0.0391, 0.0083, -0.0104
Si, -0.0011, -0.0076, 0.0133
Si, 0.0458, 0.0178, -0.0105
Si, 0.0157, -0.0168, -0.0212
Si, 0.0034, -0.0267, -0.0376
Si, -0.0026, 0.0164, -0.0184
Si, -0.0205, 0.0171, -0.0607
Si, -0.0121, 0.0101, 0.0135
Si, 0.0161, -0.0097, -0.0117
Si, 0.0311, 0.0028, -0.0017
Si, 0.0246, 0.0021, -0.0279
Si, -0.0088, -0.0172, -0.0149
Si, 0.01, 0.002, -0.0095
Si, -0.0074, -0.0182, -0.009
Si, -0.0006, -0.0054, -0.0258
Si, 0.0157, -0.0041, 0.0095
Si, -0.0005, -0.0108, 0.0329
Si, -0.0009, 0.0077, 0.0006
Si, 0.0013, -0.0061, 0.0112
Si, 0.0085, 0.0045, 0.001
Si, -0.0091, -0.0032, -0.0096
Si, 0.0176, -0.0107, 0.0132
Si, -0.0231, 0.0008, 0.0333
Si, -0.0055, 0.0053, -0.0022
Si, 0.0052, -0.0118, -0.007
Si, 0.0191, -0.0072, -0.0109
Si, -0.0035, -0.0216, 0.0036
Si, 0.016, 0.0096, 0.0119
Si, -0.0347, 0.0111, 0.016
Si, -0.0045, 0.0052, -0.0112
Si, 0.0093, -0.0203, 0.0121
Si, 0.0094, 0.0084, 0.0091
Si, 0.0096, -0.0108, 0.0143
Si, 0.0159, 0.0032, 0.0222
Si, -0.0243, -0.0079, 0.0175
Si, -0.0049, 0.0021, 0.0099
Si, -0.0098, -0.0081, 0.017
Si, -0.0008, 0.0252, 0.0122
Si, 0.0089, 0.0082, 0.0017
Si, 0.0014, -0.0004, 0.001
Si, 0.0028, -0.0131, 0.0127
Si, -0.005, 0.0111, 0.0218
Si, -0.0083, 0.0047, 0.0008
Si, 0.0301, 0.0009, 0.0028
Si, -0.01, 0.0119, 0.0127
Si, 0.0089, -0.001, 0.0044
Si, -0.0109, -0.0052, 0.0078
Si, -0.0058, 0.0132, 0.0031
Si, 0.0183, -0.0109, 0.0144
Si, 0.0189, -0.0006, 0.016
Si, 0.0119, -0.019, 0.0123
Si, -0.0024, 0.0016, 0.0137
Si, 0.0145, 0.0198, -0.0004
Si, -0.0034, -0.0038, -0.0111
Si, -0.0206, -0.0252, 0.0273
Si, 0.0023, 0.0204, 0.0091
Si, -0.0427, 0.0052, 0.0092
Si, 0.0106, 0.0094, 0.0226
Si, 0.0348, 0.0094, -0.018
Si, -0.0005, 0.0221, 0.0176
Si, -0.0031, -0.0343, 0.0034
Si, -0.0037, 0.0212, 0.0348
Si, 0.0069, 0.0052, 0.0108
Si, 0.0254, 0.0001, 0.0239
Si, 0.0172, 0.0075, 0.0234
Si, 0.0357, -0.0186, 0.0232
Si, 0.0081, -0.0215, -0.0282
Si, -0.018, 0.0197, 0.0402
Si, -0.0287, -0.0172, 0.0017
Si, 0.0078, -0.0034, 0.0385
Si, 0.0208, 0.0108, -0.012
Si, 0.0237, 0.0165, -0.0093
Si, -0.006, -0.0336, 0.0109
Si, -0.016, -0.0023, 0.0067
Si, -0.0348, 0.0081, 0.0004
Si, 0.0258, -0.0166, 0.0234
Si, 0.0021, 0.0071, -0.0156
Si, -0.0065, 0.0284, 0.0218
Si, 0.0021, -0.0295, 0.0024
Si, -0.023, -0.0141, 0.0132
Si, -0.0095, 0.0047, 0.0263
Si, 0.0086, 0.007, -0.0111
Si, -0.0042, 0.0105, 0.0029
Si, 0.0076, -0.0024, 0.0169
Si, -0.0128, 0.0116, 0.0063
Si, -0.0161, -0.0085, 0.0057
Si, -0.0002, -0.0119, 0.0285
Si, -0.015, -0.0162, -0.0179
Si, 0.0226, -0.0126, 0.0019
Si, -0.0134, 0.0016, 0.0015
Si, 0.0233, -0.0208, -0.0632
Si, 0.0363, 0.009, 0.014
Si, 0.0097, 0.0145, 0.0133
Si, -0.0053, -0.0332, -0.0166
Si, 0.0504, 0.0251, -0.0233
Si, -0.0195, 0.0009, -0.0493
Si, 0.0112, 0.0207, -0.0129
Si, 0.0227, 0.0028, -0.0337
Si, -0.0297, -0.03, -0.0191
Si, -0.0129, 0.0345, 0.0042
Si, -0.0176, 0.0188, -0.0235
Si, -0.027, 0.0028, -0.03
Si, -0.0255, -0.0507, -0.0697
Si, -0.0016, -0.0192, -0.0128
Si, 0.0228, -0.0107, -0.013
Si, -0.0232, 0.0067, -0.0054
Si, -0.0065, 0.0038, 0.0142
Si, -0.014, -0.0013, -0.0123
Si, 0.0094, 0.0131, -0.0254
Si, 0.051, 0.0108, 0.0011
Si, -0.0429, -0.0026, -0.0179
Si, -0.0055, 0.007, -0.0007
Si, -0.0027, -0.0059, -0.024
Si, 0.0209, -0.0007, -0.0325
Si, 0.0073, 0.019, -0.0038
Si, 0.0298, 0.0183, 0.0016
Si, 0.0071, -0.0259, -0.0279
Si, -0.0312, -0.0013, 0.0116
Si, 0.0224, -0.0026, -0.0306
Si, 0.0186, -0.0078, -0.0176
Si, -0.0283, 0.0056, -0.0132
Si, 0.0142, 0.0031, -0.0404
Si, 0.0351, -0.0152, 0.0087
Si, -0.0334, 0.0517, -0.0002
Si, 0.008, 0.0322, 0.0336
Si, -0.0557, 0.0496, 0.0162
Si, -0.0401, -0.0134, 0.0276
Si, 0.0385, -0.0349, 0.0177
Si, 0.0081, -0.0592, 0.0353
Si, -0.0735, 0.0118, 0.0607
Si, 0.0129, -0.0367, 0.0278
Si, -0.0004, -0.0408, 0.0712
Si, -0.0022, -0.0447, 0.0412
Si, -0.0205, 0.0244, 0.0544
Si, 0.0204, 0.0518, 0.0498
Si, 0.0411, -0.0055, 0.0283
Si, 0.0344, -0.0202, 0.0095
Si, -0.008, 0.0291, 0.0448
Si, -0.0093, 0.0025, 0.0611
Si, 0.013, -0.0043, 0.0546
Si, -0.0094, 0.0371, 0.0555
Si, 0.0073, 0.0032, 0.0222
Si, -0.0142, 0.0322, 0.0452
Si, -0.0424, -0.0013, 0.0773
Si, 0.0458, -0.0807, 0.0085
Si, 0.0631, -0.0397, -0.0357
Si, -0.0038, -0.0341, 0.0266
Si, -0.0157, -0.0201, 0.0202
Si, -0.0048, -0.0154, 0.021
Si, -0.0104, 0.0112, -0.0019
Si, -0.0377, -0.0186, 0.043
Si, 0.0029, -0.0006, 0.063
Si, 0.0013, 0.0279, 0.0508
Si, -0.0123, 0.0217, 0.0333
Si, 0.0009, 0.0124, 0.0152
Si, 0.0354, -0.0029, 0.0175
Si, -0.0039, 0.0343, 0.0463
Si, 0.0109, -0.0286, 0.0662
Si, -0.0199, 0.0008, 0.0434
Si, -0.0507, -0.1255, -0.8005
Si, 0.2183, 0.0595, -0.7536
Si, 0.1141, 0.0198, -0.7072
Si, 0.021, -0.1411, -0.778
Si, -0.1221, 0.0099, -0.639
Si, 0.01, 0.2983, -0.6416
Si, -0.0809, -0.1379, -0.6891
Si, 0.0157, 0.1371, -0.6643
Si, -0.2474, -0.0069, -0.6909
Si, 0.3407, 0.1229, -0.6189
Si, 0.0301, -0.0316, -0.4682
Si, 0.1093, 0.0579, -0.7869
Si, -0.0042, -0.1266, -0.704
Si, 0.1321, 0.303, -0.739
Si, -0.1556, -0.1206, -0.7251
Si, 0.2009, 0.1036, -0.7051
Si, -0.2196, -0.0112, -0.7244
Si, -0.1452, 0.1409, -0.6192
Si, -0.1398, -0.2148, -0.7082
Si, 0.0797, 0.0548, -0.7826
Si, 0.1532, 0.0349, -0.7361
Si, -0.1991, -0.192, -0.7965
Si, -0.1302, -0.0362, -0.6462
Si, 0.1181, 0.3519, -0.678
Si, -0.0573, -0.1646, -0.6901
Si, 0.1945, 0.0558, -0.7353
Si, -0.1798, -0.1703, -0.7269
Si, 0.146, 0.2609, -0.6411
Si, 0.2765, 0.1107, -0.7077
Si, -0.1952, -0.0111, -0.7594
Si, 0.127, 0.1077, -0.7056
Si, -0.1504, -0.3542, -0.6591
Si, -0.1734, -0.1632, -0.6867
Si, 0.1392, 0.1046, -0.718
Si, -0.1853, -0.1903, -0.6876
Si, 0.0651, 0.1588, -0.7047
Si, -0.0485, 0.0245, -0.0139
Si, 0.0554, -0.0989, 0.0196
Si, -0.0549, -0.0263, -0.2858
Si, 0.1021, -0.0865, 0.0054
Si, -0.0129, 0.0252, -0.0274
Si, 0.1392, -0.0721, 0.2709
Si, -0.0216, 0.0025, 0.0065
Si, -0.1753, 0.0073, 0.0783
Si, -0.0948, -0.048, -0.0496
Si, -0.0634, -0.1303, -0.0317
Si, -0.0572, 0.0155, -0.1591
Si, 0.1275, -0.138, -0.1164
Si, -0.0253, 0.0193, -0.0081
Si, 0.0715, -0.0422, -0.1525
Si, -0.0689, -0.0638, -0.0638
Si, -0.1067, 0.0092, -0.0508
Si, -0.0588, -0.0603, -0.0418
Si, 0.0853, 0.033, -0.0508
Si, -0.0398, 0.0896, -0.0611
Si, -0.0156, -0.0033, -0.0932
Si, 0.1785, -0.0364, 0.0859
Si, 0.0732, -0.0554, -0.1565
Si, -0.0208, -0.014, 0.103
Si, 0.0092, 0.0295, -0.2055
Si, -0.1013, -0.2254, 0.0858
Si, -0.1679, 0.0393, 0.1123
Si, -0.0338, 0.0869, -0.0934
Si, -0.0608, 0.0244, -0.1197
Si, -0.0038, -0.036, -0.0478
Si, -0.0286, -0.0141, 0.0721
Si, -0.0749, -0.0961, -0.1096
Si, -0.0578, -0.0791, 0.1125
Si, 0.0155, 0.1368, -0.0465
Si, -0.0534, -0.0041, -0.0403
Si, 0.0065, 0.0287, 0.016
Si, -0.0572, -0.0104, -0.1209
Si, -0.093, 0.001, 0.08
Si, -0.083, -0.0301, 0.1277
Si, 0.0366, 0.1381, 0.2195
Si, -0.2048, 0.0044, -0.2227
Si, -0.0665, -0.0339, 0.0055
Si, -0.185, 0.1242, 0.0549
Si, -0.0659, -0.0581, 0.0033
Si, -0.0266, 0.0519, 0.0203
Si, -0.0979, -0.0103, 0.1362
Si, -0.0787, 0.0038, -0.0047
Si, 0.0317, 0.1067, -0.1446
Si, -0.1082, 0.0928, 0.0676
Si, -0.102, 0.1047, -0.0132
Si, -0.0047, 0.1418, -0.1616
Si, 0.0999, 0.0666, 0.1278
Si, 0.0419, -0.1153, 0.0137
Si, -0.0029, 0.0073, 0.0944
Si, -0.102, -0.0432, 0.0259
Si, 0.189, -0.0818, 0.1522
Si, -0.1506, -0.0127, -0.1669
Si, 0.0162, -0.079, -0.0106
Si, 0.1661, 0.0124, 0.0801
Si, -0.0727, -0.0048, -0.0837
Si, -0.0076, 0.0475, -0.1256
Si, 0.0818, 0.0463, -0.0919
Si, -0.0641, 0.0679, 0.0103
Si, 0.0241, -0.0466, -0.0385
Si, 0.0261, 0.0427, -0.1245
Si, -0.0124, -0.1112, -0.0592
Si, 0.0214, -0.0436, 0.0336
Si, -0.0404, 0.1405, 0.0287
Si, 0.0039, 0.0521, -0.0303
Si, 0.1265, 0.0869, -0.0501
Si, -0.0069, -0.0527, 0.043
Si, -0.1455, -0.0957, 0.14
Si, 0.0471, -0.0109, -0.003
Si, 0.0609, 0.0203, 0.1967
Si, -0.0226, 0.0024, 0.1384
Si, 0.0203, -0.0018, 0.1181
Si, -0.0139, 0.1009, 0.1509
Si, 0.0036, -0.1589, 0.0405
Si, -0.0152, -0.0072, 0.0148
Si, 0.0129, -0.0105, -0.0245
Si, -0.0108, 0.0654, -0.1814
Si, -0.0659, 0.0221, -0.0061
Si, -0.0447, 0.0352, -0.1227
Si, 0.0077, -0.0313, -0.0243
Si, -0.0857, 0.0631, -0.1666
Si, -0.0697, 0.0665, 0.0432
Si, 0.149, -0.1129, 0.1284
Si, -0.0361, 0.069, -0.0338
Si, -0.1364, -0.0189, -0.0519
Si, -0.0848, 0.0639, 0.0032
Si, -0.1142, -0.0269, 0.0974
Si, 0.0219, 0.0414, 0.024
Si, 0.0417, -0.0124, -0.059
Si, 0.0193, -0.0273, -0.0891
Si, -0.0224, 0.0073, -0.0651
Si, -0.0552, -0.0443, 0.1687
Si, 0.0389, 0.0711, 0.118
Si, -0.0369, -0.0851, 0.024
Si, 0.0367, 0.0591, 0.0821
Si, -0.1241, -0.0157, 0.0593
Si, 0.013, 0.0826, -0.0885
Si, -0.008, -0.0056, 0.0917
Si, -0.0086, -0.0558, -0.0959
Si, 0.0169, -0.0035, -0.038
Si, 0.0715, 0.0305, -0.1306
Si, 0.037, -0.0113, 0.2006
Si, 0.0164, -0.0525, 0.1491
Si, 0.0699, -0.0662, -0.099
Si, -0.0165, -0.0291, 0.064
Si, -0.0111, -0.0234, -0.006
Si, -0.0308, -0.0131, -0.0234
Si, 0.0152, 0.0005, -0.0132
Si, 0.0121, 0.0008, 0.01
Si, -0.0074, -0.0003, -0.0202
Si, 0.0204, 0.008, -0.0059
Si, 0.0041, -0.0206, -0.0067
Si, 0.0053, -0.0147, 0.0045
Si, -0.0037, -0.0225, -0.0235
Si, -0.0017, 0.0035, -0.0017
Si, 0.0087, -0.0063, -0.003
Si, -0.0249, 0.0018, -0.009
Si, -0.0009, 0.0231, -0.0089
Si, 0.0134, 0.0041, 0.0026
Si, 0.0055, -0.0145, 0.0008
Si, 0.0035, 0.0205, -0.0153
Si, -0.0051, -0.0059, -0.0175
Si, -0.0148, 0.0085, 0.0004
Si, -0.0232, -0.0015, -0.0057
Si, -0.018, 0.0027, -0.0168
Si, 0.0211, -0.0077, -0.0051
Si, 0.012, -0.0128, -0.0108
Si, 0.0109, -0.002, -0.0066
Si, 0.0025, 0.0089, -0.0091
Si, -0.0017, 0.0162, -0.0041
Si, -0.0286, -0.0068, -0.0058
Si, -0.0002, 0.0068, -0.0094
Si, 0.0116, 0.0193, -0.0092
Si, 0.0147, -0.0141, 0.0057
Si, -0.0139, 0.0099, -0.0132
Si, 0.006, 0.0104, -0.0002
Si, -0.0085, 0.0062, -0.0039
Si, 0.0075, 0.0029, -0.0102
Si, -0.0079, -0.0021, 0.0067
Si, 0.0129, 0.0076, 0.006
Si, -0.0033, 0.0028, 0.0088
Si, 0.012, -0.015, 0.005
Si, 0.016, 0.0058, -0.0033
Si, -0.0057, 0.0119, -0.0039
Si, -0.0168, 0.0042, -0.0022
Si, 0.0022, 0.007, -0.0092
Si, -0.0143, -0.0006, 0.0121
Si, 0.0046, 0.0033, -0.0001
Si, -0.0047, 0.0121, -0.01
Si, -0.0017, 0.0121, -0.0108
Si, -0.0067, -0.0016, 0.0091
Si, -0.0027, -0.0078, 0.0019
Si, 0.0034, -0.0021, -0.0081
Si, 0.0096, -0.0022, -0.0119
Si, -0.02, 0.0109, -0.0009
Si, 0.0046, -0.0172, -0.0015
Si, 0.0109, -0.0062, -0.0026
Si, -0.0085, 0.0314, -0.0052
Si, 0.0106, -0.0133, -0.0039
Si, -0.0015, -0.0006, -0.0079
Si, -0.0025, -0.0045, 0.0029
Si, -0.0016, -0.0013, 0.0027
Si, 0.0063, -0.002, 0.0006
Si, -0.001, -0.0057, -0.0021
Si, -0.0049, 0.0019, -0.0058
Si, -0.0088, -0.0011, -0.0004
Si, -0.0002, 0.0004, -0.0068
Si, -0.0024, -0.0017, -0.0077
Si, 0.0132, -0.003, -0.0067
Si, 0.0093, -0.0074, -0.0067
Si, 0.0016, 0.0044, -0.0092
Si, 0.0041, -0.012, 0.0035
Si, -0.0068, 0.0027, 0.0023
Si, 0.0066, 0.01, -0.0007
Si, 0, -0.0144, -0.0048
Si, -0.0097, 0.0063, -0.0134
Si, -0.0045, 0.0026, -0.0011
Si, 0.0003, 0.0064, -0.007
Si, -0.0112, -0.001, -0.005
Si, -0.0032, -0.0085, 0.0054
Si, 0.0069, -0.0087, 0.0005
Si, 0.0102, 0.0194, 0.0019
Si, 0.0104, 0.0043, 0.0031
Si, -0.017, -0.011, -0.0033
Si, -0.0065, -0.0135, -0.0002
Si, -0.0062, -0.0018, -0.0038
Si, 0.0056, 0.013, 0.0026
Si, 0, -0.0009, 0.0129
Si, -0.0116, -0.0124, 0.008
Si, 0.0066, 0.0092, 0.0091
Si, 0.0164, 0.0139, 0.0054
Si, 0.0113, 0.0159, -0.0019
Si, 0.0055, -0.008, -0.0071
Si, -0.0034, -0.028, 0.0078
Si, -0.0175, -0.0159, 0.0064
Si, 0.0057, 0.0053, 0.0059
Si, -0.0043, 0.0099, 0.0148
Si, -0.0129, -0.0053, 0.0029
Si, -0.0145, -0.0022, -0.0035
Si, 0.0106, 0.0186, -0.0058
Si, 0.01, 0.0006, 0.0029
Si, 0.0021, -0.0043, -0.0034
Si, 0.0124, 0.0054, 0.0057
Si, -0.0115, 0.0037, 0.0043
Si, 0.0092, 0.02, 0.0055
Si, -0.0092, -0.0061, 0.0065
Si, 0.0078, 0.0002, 0.004
Si, 0.0078, 0.0017, -0.0012
Si, 0, 0.0017, -0.0011
Si, -0.02, -0.0187, 0.0121
Si, 0.0095, 0.0227, 0.002
Si, -0.0046, -0.0125, 0.0047
Si, -0.0089, -0.0089, 0.0017
Si, 0.0052, -0.0118, 0.0063
Si, 0.0002, -0.0011, 0.0099
Si, -0.0047, 0.0054, 0.0082
Si, -0.0038, 0.0094, -0.0008
Si, -0.0029, -0.002, 0.0005
Si, 0.0118, -0.0154, 0.0124
Si, -0.0057, 0.0014, 0.0108
Si, 0.0012, 0.0082, -0.0025
Si, 0.0005, 0.0077, 0.0021
Si, -0.0034, 0.0033, 0.0027
Si, 0.0009, 0.0072, 0.0104
Si, -0.0008, -0.0048, 0.0116
Si, 0.0062, -0.0046, -0.0056
Si, 0.0051, -0.0019, -0.0036
Si, -0.0011, -0.0004, -0.0001
Si, -0.0043, -0.0101, 0.0063
Si, -0.0129, 0.0124, 0.009
Si, 0.0029, 0.0092, 0.0005
Si, 0.0017, 0.0024, -0.0038
Si, -0.0015, 0.0014, 0.0076
Si, -0.0041, -0.0065, 0.0091
Si, 0.008, 0.0045, 0.0025
Si, 0.0009, 0.0027, 0.0025
Si, -0.0069, -0.005, 0.0029
Si, -0.0088, 0.0064, 0.0033
Si, -0.0107, 0.0064, -0.0011
Si, 0.0108, -0.0125, 0.0068
Si, 0.0095, -0.0107, -0.0043
Si, 0.0027, -0.0015, 0.0029
Si, 0.002, -0.0011, 0.0007
Si, -0.0032, -0.0053, 0.0037
Si, 0.0016, 0.0029, 0.0043
Si, 0.0058, 0.0081, 0.0093
Si, -0.0054, -0.0048, -0.0024
Si, -0.0007, -0.0031, 0.0064
Si, -0.001, 0.005, 0.0029
Si, 0.0028, -0.001, -0.0036
Si, 0.0071, 0.0022, -0.003
Si, -0.0047, -0.0018, -0.0026
Si, -0.0061, -0.0053, 0.0011
Si, 0.0052, -0.0008, 0.0027
Si, 0.001, 0.0024, 0.0038
Si, -0.0012, -0.004, 0.0022
Si, -0.0056, -0.0033, 0.0007
Si, -0.0058, -0.0068, -0.0019
Si, 0.0008, 0.0048, -0.0028
Si, -0.0093, -0.0067, -0.0022
Si, -0.0005, -0.0117, 0.0066
Si, 0.0005, -0.0063, 0.0049
Si, 0.0012, 0.0045, 0.0071
Si, 0.0038, 0.0014, 0.0012
Si, 0.011, 0.0075, -0.0037
Si, 0.0027, 0.0059, -0.0014
Si, -0.0033, -0.0039, -0.0002
Si, 0.0002, -0.0052, 0.0042
Si, -0.0022, 0.0038, 0.0057
Si, -0.0013, 0.0058, 0.0069
Si, -0.0033, 0.0006, 0.0021
Si, -0.0012, -0.0068, -0.0072
Si, 0.0006, -0.0003, -0.0007
Si, -0.0026, -0.001, -0.0001
Si, 0.0032, 0.0022, -0.0007
Si, -0.0009, 0.0057, 0.0069
Si, 0.001, -0.0007, 0.0079
Si, -0.0035, 0.0015, -0.0003
Si, 0.0034, 0.0025, 0.0019
Si, 0.0012, -0.0038, -0.0003
Si, -0.007, 0.0041, -0.0036
Si, -0.0059, -0.0034, 0.0044
Si, 0.0075, 0.0007, 0.0006
Si, 0.003, 0.011, 0.0028
Si, 0.0001, 0.0045, 0.0015
Si, 0.0027, 0.0014, 0.005
Si, -0.0077, 0.0079, 0.0046
Si, -0.0025, 0.0076, 0.0021
Si, 0.0055, 0.0063, -0.0013
Si, 0.0001, 0.0006, 0.0005
Si, -0.0007, -0.0011, 0.0058
Si, -0.001, -0.0011, 0
Si, 0.0004, 0.0007, -0.0038
Si, 0.0005, 0.0015, -0.0029
Si, -0.0004, 0.0027, 0.0015
Si, -0.0013, 0.0083, 0.0024
Si, -0.0014, -0.0013, -0.0003
Si, -0.003, -0.0038, -0.0024
Si, 0.0059, -0.0015, -0.001
Si, 0.001, 0.0027, -0.0007
Si, -0.0021, -0.0009, 0.0063
Si, 0.0048, -0.0064, 0.0026
Si, -0.0046, -0.0019, -0.003
Si, 0.0026, 0.0034, -0.0001
Si, 0.003, 0.0008, -0.0004
Si, -0.0005, -0.0032, 0.0007
Si, 0.0011, -0.0036, -0.0038
Si, -0.0052, 0.003, -0.0011
Si, 0.0002, -0.0032, 0
Si, 0.0009, 0, -0.0002
Si, 0.0044, 0.0008, 0.0019
Si, -0.0008, -0.0022, -0.0005
Si, -0.0001, -0.0047, -0.0037
Si, 0.0012, -0.0028, -0.0025
Si, -0.0025, -0.0039, -0.0002
Si, 0.002, -0.0076, 0.0022
Si, 0.0054, 0.0013, 0.0038
Si, -0.0056, 0.0051, -0.0008
Si, -0.009, 0.0055, 0.0008
Si, 0.0004, -0.0063, 0.0014
Si, -0.0001, -0.0028, 0.0009
Si, -0.0037, -0.0041, 0.0018
Si, -0.0005, -0.0028, -0.0022
Si, 0.0045, -0.0016, -0.0025
Si, -0.0038, -0.0005, -0.002
Si, 0.0002, -0.0032, 0
Si, 0.0057, -0.0062, 0.0003
Si, 0.001, 0.0013, -0.0007
Si, -0.0014, -0.0011, -0.0033
Si, -0.0074, -0.0014, -0.0024
Si, -0.0023, -0.0005, -0.003
Si, -0.001, -0.0096, -0.0032
Si, 0.0005, -0.0056, -0.0013
Si, 0.0007, 0.0013, 0.0004
Si, 0.0003, 0.0001, -0.0018
Si, 0.0001, 0.0023, -0.0016
Si, -0.0015, -0.0016, -0.0002
Si, -0.0003, 0.0005, -0.0017
Si, 0.0063, -0.0038, -0.0008
Si, -0.0053, 0.0037, 0.0039
Si, -0.001, 0.0039, -0.0018
Si, 0.0029, 0.0041, -0.0011
Si, 0.0041, -0.0029, 0.0004
Si, -0.0013, -0.0061, -0.0009
Si, -0.003, -0.0012, -0.0012
Si, -0.0066, 0.0062, 0.0007
Si, -0.0021, 0.0066, 0.0024
Si, -0.0008, -0.0014, 0.0032
Si, 0.0063, 0.0035, -0.0024
Si, -0.0027, -0.0006, 0.0009
Si, 0.0041, 0.0005, 0.0008
Si, -0.0046, 0.002, 0.0009
Si, -0.0018, 0.0019, 0.0012
Si, -0.0007, 0.0046, 0.003
Si, 0.0048, 0.0017, 0.0044
Si, 0.0026, 0.0049, -0.0017
Si, 0.0003, 0.002, -0.0009
Si, 0.0008, -0.0001, 0.0015
Si, 0.0063, 0.0096, 0.0021
Si, 0.0025, 0.0074, 0.0005
Si, -0.0062, -0.0005, 0.0016
Si, -0.0032, -0.0007, 0.0002
Si, -0.0019, -0.0012, 0.0009
Si, -0.0057, 0.0028, 0.0034
Si, 0, 0.0029, 0.0025
Si, 0.0053, 0.0068, 0.0027
Si, -0.0017, 0.0027, 0.0009
Si, 0.0028, 0.0047, 0.0002
Si, -0.0018, -0.0002, 0.0028
Si, -0.0021, 0.0004, -0.0011
Si, 0.002, 0, -0.0025
Si, -0.0044, -0.0005, 0.0009
Si, 0.0082, 0.0067, 0.0017
Si, 0.0046, -0.0031, 0.0007
Si, -0.0026, -0.0035, -0.0021
Si, -0.0084, -0.005, -0.0044
Si, 0.0103, 0.0088, -0.006
Si, 0.0042, 0.0021, -0.0038
Si, -0.0047, -0.0022, -0.0015
Si, -0.0014, -0.0026, 0.0014
Si, -0.0021, -0.0051, -0.0036
Si, 0.0032, 0.001, -0.0031
Si, 0.0033, -0.0043, -0.0022
Si, -0.0052, -0.0066, -0.007
Si, -0.0028, 0.001, -0.0067
Si, -0.0011, -0.0051, 0.0011
Si, 0.002, 0.0017, 0.0022
Si, 0.002, -0.0047, 0.0007
Si, -0.0027, -0.001, 0.0001
Si, 0.0028, -0.003, -0.002
Si, -0.0015, 0.0047, -0.0037
Si, -0.0057, -0.0065, -0.0043
Si, -0.0007, -0.0057, -0.0006
Si, -0.0022, 0.002, -0.001
Si, -0.0009, -0.003, -0.0028
Si, 0.0016, -0.0097, 0.0007
Si, 0.0023, 0.0041, -0.0034
Si, 0.0044, -0.0005, -0.0019
Si, 0.0006, -0.0121, -0.0011
Si, 0.0091, -0.0084, -0.0033
Si, -0.0017, 0.0064, -0.0001
Si, -0.0075, 0.0007, -0.0023
Si, 0.0029, -0.0017, -0.0015
Si, -0.0054, 0.0059, -0.007
Si, -0.0034, -0.0064, -0.0032
Si, 0.004, -0.0029, 0.004
Si, 0.0102, 0.0014, -0.004
Si, -0.0032, 0.0054, -0.0017
Si, -0.0035, -0.0057, -0.0039
Si, -0.003, -0.0014, -0.008
Si, -0.0005, -0.0042, 0.0047
Si, 0.0009, 0.0038, -0.0016
Si, -0.004, -0.0038, -0.0014
Si, -0.0066, -0.0079, 0.0007
Si, 0.0039, 0.0087, 0.0045
Si, 0.0015, -0.002, 0.0019
Si, -0.0045, 0.0032, 0.0024
Si, -0.0063, -0.0004, -0.0006
Si, -0.0046, 0.0142, 0
Si, -0.0076, 0.0132, 0.0024
Si, -0.0005, 0.0012, 0.005
Si, 0.0026, -0.0051, -0.0013
Si, 0.0113, -0.0099, -0.0008
Si, -0.0006, -0.0016, -0.0003
Si, 0.0079, -0.0019, -0.0015
Si, -0.0029, 0.0075, 0.0008
Si, -0.0013, -0.0006, 0.0012
Si, 0.005, 0.0008, -0.0032
Si, -0.0024, 0.0081, 0.0004
Si, 0.0055, 0.0012, -0.0031
Si, 0.0008, 0.0073, -0.0082
Si, -0.0009, 0.0065, 0.001
Si, 0.004, 0.0018, -0.0005
Si, -0.0051, 0.0098, -0.0037
Si, 0.0004, -0.0017, -0.0003
Si, -0.005, 0.0009, -0.0035
Si, -0.0036, -0.0072, -0.0009
Si, 0.0002, -0.0033, 0.0061
Si, 0.0035, 0.0106, -0.0011
Si, -0.0024, -0.0073, 0.0025
Si, 0.005, 0.0051, 0.0005
Si, 0.0017, 0.0001, -0.0044
Si, -0.0106, 0.0069, -0.0174
Si, 0.0097, 0.0052, 0.0037
Si, -0.0014, 0.0061, -0.0086
Si, -0.0018, -0.0102, 0.0012
Si, 0.007, -0.0029, -0.0006
Si, 0.0026, 0.0027, -0.0051
Si, -0.0005, -0.0005, -0.0112
Si, -0.0024, -0.0045, -0.0087
Si, -0.0044, -0.003, -0.013
Si, 0.003, -0.0103, -0.0006
Si, 0.005, -0.0018, -0.0033
Si, 0.0033, -0.0045, 0
Si, 0.0045, -0.0077, -0.0081
Si, 0.0018, -0.0132, -0.0048
Si, 0.0033, 0.0128, -0.0067
Si, -0.0074, 0.0028, -0.0036
Si, -0.0079, 0.0003, 0.0014
Si, -0.0014, 0.0026, -0.0015
Si, -0.0048, 0.0075, -0.0038
Si, -0.0005, 0.0074, -0.0049
Si, 0.0077, 0.0017, -0.0059
Si, -0.0045, -0.0157, -0.0041
Si, -0.0007, -0.0088, -0.003
Si, 0.0107, -0.0007, -0.0041
Si, 0.0201, -0.0122, -0.0041
Si, -0.0073, 0.0015, -0.0005
Si, 0.001, -0.0022, -0.0017
Si, 0.0067, -0.0059, -0.0111
Si, -0.016, 0.0029, -0.007
Si, 0.006, -0.0013, -0.0054
Si, 0.0063, 0.0025, -0.0026
Si, -0.0193, 0.0212, -0.0054
Si, 0.0048, -0.0074, -0.0198
Si, 0.0048, -0.0129, -0.0088
Si, -0.0007, -0.0013, -0.0021
Si, -0.0034, 0.0149, -0.0014
Si, 0.0259, -0.0182, -0.0197
Si, -0.0072, -0.0118, -0.0014
Si, 0.0085, 0.0014, -0.0059
Si, 0.0004, -0.0061, -0.0037
Si, -0.0123, 0.0011, 0.004
Si, 0.0058, 0.0015, -0.0077
Si, 0.0081, -0.0039, 0.0026
Si, -0.0088, 0.0101, 0.0132
Si, -0.0001, -0.0094, 0.0053
Si, -0.011, 0.0052, 0.0052
Si, -0.0111, 0.0068, -0.0076
Si, -0.0131, 0.0059, 0.0039
Si, -0.0081, 0.0219, -0.0004
Si, -0.0139, 0.0193, 0.0073
Si, 0.0077, -0.0098, -0.0057
Si, 0.0043, -0.003, -0.0071
Si, 0.0115, -0.007, -0.0024
Si, -0.0091, 0.0126, -0.004
Si, 0.01, -0.011, -0.0021
Si, 0.0148, -0.0157, 0.0024
Si, -0.0108, 0.0135, -0.001
Si, 0.0038, -0.0032, 0.0026
Si, 0.0061, -0.0054, -0.001
Si, -0.0088, 0.0063, 0.0004
Si, -0.0133, 0.0003, 0.0046
Si, -0.0017, -0.0041, -0.0058
Si, -0.0016, 0.0094, 0.0079
Si, 0.0105, 0.0072, -0.0016
Si, 0.0004, -0.0119, -0.0063
Si, 0.0079, -0.0016, 0.0034
Si, -0.0134, 0.0064, 0.0074
Si, 0.0068, 0.0046, 0.0072
Si, 0.0034, 0.0085, 0.0132
Si, -0.0021, 0.0109, 0.0141
Si, -0.0058, 0.0044, -0.0032
Si, 0.0111, 0.0052, 0.0081
Si, 0.0134, 0.0128, -0.0086
Si, 0.0089, 0.0096, 0.0068
Si, 0.0054, 0.0098, 0.0214
Si, -0.0054, -0.0131, 0.0021
Si, 0.0073, -0.0012, 0.0055
Si, 0.0062, 0.0098, -0.0015
Si, -0.0061, 0.0005, 0.0006
Si, -0.0362, -0.0184, -0.0071
Si, 0.0123, 0.0083, 0.0056
Si, -0.0071, -0.0187, 0.0011
Si, 0.0139, -0.0055, -0.0005
Si, 0.0055, -0.0045, 0.0061
Si, 0.007, 0.0036, 0.0014
Si, -0.0011, -0.002, -0.0068
Si, -0.005, -0.0014, 0.0031
Si, -0.0136, -0.0072, 0.0014
Si, -0.0011, -0.0017, 0.0019
Si, -0.0097, -0.0016, -0.0058
Si, 0.0109, 0.0064, -0.0011
Si, -0.0044, -0.0014, -0.0027
Si, -0.0089, 0.0117, 0.0026
Si, -0.0087, -0.0134, 0.0077
Si, -0.008, 0.0039, 0.0078
O, 0.2999, 0.1301, -0.2351
O, 0.136, -0.163, 0.268
O, -0.1714, -0.2723, -0.5561
O, 0.111, -0.1737, 0.1012
O, 0.1499, 0.0543, 0.029
O, 0.0949, -0.1273, 0.4095
O, 0.1556, -0.514, 0.2526
O, 0.0337, -0.058, -0.2175
O, 0.2804, -0.1857, 0.5173
O, -0.3359, -0.3415, -0.002
O, 0.0682, 0.1814, -0.0738
O, 0.038, -0.4174, -0.4681
O, 0.2424, -0.2824, 0.1045
O, -0.1111, -0.0953, 0.2918
O, -0.0373, 0.0887, 0.5133
O, 0.33, 0.0244, -0.3969
O, -0.3473, 0.4009, -0.3317
O, -0.1653, -0.2444, 0.6226
O, -0.1347, -0.1984, -0.5273
O, -0.0476, -0.062, 0.371
O, -0.1542, -0.159, -0.0715
O, 0.1496, 0.0679, 0.5313
O, -0.2922, -0.3014, -0.3675
O, -0.6076, -0.1121, 0.0913
O, -0.3545, -0.2512, -0.272
O, 0.2326, -0.2576, 0.0819
O, -0.0551, 0.2096, 0.1273
O, 0.1175, 0.5237, 0.0486
O, 0.1412, 0.09, 0.49
O, 0.0128, -0.1199, -0.215
O, -0.3862, -0.1082, -0.0295
O, 0.3514, -0.288, -0.0607
O, -0.1848, 0.1417, 0.5117
O, -0.0993, 0.0344, 0.2088
O, 0.1554, -0.1937, 0.5231
O, 0.0092, -0.0138, -0.2899
O, 0.3034, -0.147, -0.4206
O, -0.2939, -0.0191, 0.0974
O, -0.0183, 0.0492, 0.6293
O, -0.0817, 0.0183, -0.1601
O, -0.0023, 0.2485, 0.6516
O, 0.5929, 0.3758, 0.0328
O, -0.5854, 0.1478, 0.4182
O, -0.1431, -0.1295, 0.0081
O, 0.1565, -0.168, 0.1
O, 0.2107, 0.1944, -0.2602
O, 0.1035, 0.0633, 0.2516
O, 0.5693, 0.3883, 0.2305
O, 0.3588, 0.26, -0.2342
O, 0.2042, -0.1622, -0.0255
O, 0.0244, -0.2739, -0.6257
O, -0.1185, 0.1533, 0.4297
O, -0.1278, -0.101, -0.1776
O, -0.6711, -0.1466, 0.2729
O, 0.2381, -0.309, 0.1198
O, -0.0973, -0.1999, -0.1675
O, -0.1983, 0.2034, 0.4145
O, -0.002, 0.0464, -0.5303
O, 0.4328, -0.1455, -0.3717
O, 0.4395, 0.0375, -0.1571
O, -0.3139, -0.1082, 0.0402
O, 0.3837, 0.2899, 0.4808
O, -0.0062, 0.2996, 0.3041
O, 0.5374, 0.5714, -0.0648
O, 0.2456, 0.7526, -0.1348
O, -0.337, -0.3615, -0.2096
O, -0.2165, 0.241, -0.6452
O, 0.4008, 0.1454, -0.1747
O, 0.0038, -0.0155, -0.4605
O, 0.1391, 0.0279, -0.2732
O, 0.1068, 0.1215, 0.5825
O, -0.1468, -0.1337, -0.3292
O, -0.0081, 0.4461, 0.0469
O, 0.2159, 0.5022, -0.507
O, -0.2053, -0.3757, 0.0193
O, -0.2885, -0.0778, 0.3531
O, 0.0255, 0.3609, 0.2046
O, 0.2541, -0.4011, 0.1076
O, -0.5894, -0.2626, -0.0767
O, 0.2004, 0.0755, 0.1528
O, -0.0756, 0.0086, 0.258
O, -0.1574, 0.3765, -0.0334
O, 0.2544, 0.5974, -0.1512
O, -0.3368, 0.1941, 0.0131
O, 0.1964, -0.4344, 0.3936
O, -0.2505, -0.0756, -0.2935
O, -0.1423, 0.4239, -0.53
O, 0.6227, 0.2248, -0.1466
O, -0.0744, 0.3932, -0.2511
O, -0.537, -0.0083, 0.0822
O, 0.3706, -0.5253, 0.1062
O, -0.5808, 0.1909, 0.1575
O, -0.4182, -0.0301, 0.363
O, -0.0909, -0.057, 0.1162
O, 0.182, -0.5192, 0.3401
O, 0.3964, 0.0479, -0.3605
O, 0.086, 0.2845, -0.3276
O, 0.5161, -0.3325, -0.1263
O, -0.2931, 0.0034, -0.3551
O, 0.0072, -0.5121, 0.0204
O, -0.0145, 0.6119, -0.2499
O, -0.2323, -0.2808, -0.3393
O, -0.1723, -0.0653, -0.6606
O, -0.0155, 0.136, 0.2478
O, -0.7735, -0.1055, 0.0496
O, 0.4869, -0.1878, -0.0378
O, -0.0955, 0.0288, -0.1773
O, -0.0598, 0.2611, -0.6003
O, 0.0652, 0.0251, -0.3706
O, -0.2036, 0.2923, 0.1637
O, 0.1482, 0.026, -0.1084
O, -0.0791, 0.3995, 0.2432
O, 0.0875, -0.0612, 0.1931
O, 0.4909, -0.2134, 0.2644
O, -0.09, 0.3621, -0.3048
O, -0.2984, -0.1896, 0.107
O, 0.0058, -0.098, 0.4678
O, -0.4198, -0.0213, -0.0422
O, -0.7256, 0.0692, -0.4016
O, -0.0363, -0.2987, -0.3741
O, 0.022, -0.233, -0.4256
O, -0.6049, 0.2395, -0.037
O, 0.3877, -0.0102, -0.6134
O, 0.1956, 0.2367, -0.3398
O, -0.0964, 0.1081, -0.5749
O, 0.2611, -0.5383, -0.0482
O, 0.2963, 0.5164, 0.4813
O, -0.5469, 0.2777, -0.4027
O, 0.1869, -0.3841, -0.1727
O, 0.2212, 0.3393, -0.0178
O, 0.1762, -0.384, -0.2429
O, -0.5258, 0.2648, -0.2089
O, -0.5303, 0.1344, -0.3176
O, 0.1851, -0.0242, -0.2554
O, -0.219, 0.3393, -0.4365
O, -0.0654, -0.368, -0.467
O, 0.2956, 0.0593, -0.5212
O, 0.1312, -0.2706, 0.4214
O, -0.0353, 0.1362, -0.5366
O, 0.4745, 0.3116, 0.1594
O, -0.0507, -0.3787, -0.025
O, -0.1691, 0.2118, -0.1851
O, -0.2555, 0.3682, -0.3213
O, 0.2582, -0.2256, -0.2474
O, 0.0703, -0.5051, -0.3135
O, -0.1786, 0.1647, -0.2324
O, 0.4095, -0.3148, 0.1922
O, 0.3711, -0.1581, -0.2147
O, 0.0521, -0.0587, 0.2045
O, -0.3372, -0.2726, 0.1264
O, 0.5992, 0.2874, 0.1754
O, 0.1648, 0.5079, 0.1007
O, -0.364, -0.4177, -0.1181
O, 0.309, 0.2238, -0.3754
O, 0.2178, 0.1267, -0.1648
O, 0.5289, -0.1873, 0.057
O, -0.602, 0.1743, 0.1413
O, 0.0669, 0.1609, 0.3222
O, 0.0517, -0.5856, -0.4322
O, -0.0218, 0.1428, -0.4618
O, 0.3831, 0.1848, -0.5013
O, 0.0942, 0.2871, -0.468
O, 0.0298, -0.1821, -0.2875
O, 0.0475, -0.1394, 0.434
O, 0.0123, -0.3266, 0.174
O, 0.3274, -0.4714, 0.0663
O, -0.096, -0.117, 0.1035
O, 0.1106, 0.0925, 0.1095
O, 0.3994, -0.2689, -0.0534
O, -0.0476, -0.1345, -0.6784
O, 0.399, -0.228, 0.1103
O, 0.6007, 0.2456, -0.3719
O, 0.2497, 0.7462, 0.0756
O, 0.1003, -0.1496, -0.5199
O, 0.174, 0.2188, 0.0904
O, 0.2293, -0.5057, 0.0701
O, -0.3953, 0.0615, 0.2532
O, 0.3003, 0.3655, 0.0139
O, 0.0765, -0.0523, 0.4162
O, 0.1091, -0.0118, 0.3047
O, -0.2075, -0.459, -0.0263
O, 0.4093, 0.0479, -0.4408
O, -0.0972, -0.3986, 0.0245
O, 0.4174, -0.4884, -0.3218
O, 0.2846, -0.3237, 0.4106
O, 0.1446, 0.2861, 0.1382
O, 0.0054, 0.113, -0.0512
O, 0.0306, -0.0335, 0.238
O, 0.4993, 0.3907, 0.0569
O, -0.0009, -0.3892, 0.6156
O, -0.503, -0.03, -0.1738
O, -0.1512, -0.0592, 0.0023
O, 0.0022, 0.2216, -0.4955
O, 0.1593, -0.273, 0.031
O, -0.4421, 0.2994, -0.4043
O, 0.0025, -0.1323, -0.1107
O, 0.2993, 0.0923, 0.205
O, 0.2921, 0.028, 0.3737
O, -0.318, 0.2424, 0.4372
O, 0.3265, -0.2498, -0.1601
O, 0.0216, 0.1068, 0.2034
O, -0.0014, -0.1048, 0.1142
O, 0.021, 0.2698, -0.462
O, 0.5272, 0.1842, 0.1381
O, 0.461, 0.2468, -0.3114
O, -0.0275, -0.2239, 0.5
O, 0.7254, -0.1355, -0.2562
O, 0.1655, -0.221, -0.3545
O, -0.3177, -0.3493, 0.2635
O, -0.0987, 0.2556, 0.1909
O, -0.4724, -0.1578, 0.0472
O, 0.4919, -0.6192, 0.012
O, 0.4164, -0.0706, -0.223
O, 0.2922, -0.2429, -0.2724
O, -0.3193, -0.3544, 0.4658
O, -0.424, -0.1969, 0.1531
O, 0.1078, 0.3877, -0.2739
O, -0.035, -0.0969, 0.3851
O, -0.6314, -0.2268, 0.0395
O, -0.2237, -0.2492, 0.3154
O, 0.2501, -0.085, 0.1428
O, -0.5548, -0.1681, -0.0653
O, 0.0313, 0.0218, 0.2781
O, 0.1064, -0.2177, 0.1567
O, -0.0167, 0.2631, 0.1679
O, -0.1583, 0.1455, -0.544
O, 0.2318, -0.0094, 0.2286
O, -0.1418, -0.2753, 0.1293
O, -0.2277, -0.1373, 0.5312
O, -0.5393, 0.2952, 0.0295
O, -0.3901, -0.1003, 0.4593
O, 0.2667, 0.2359, 0.3478
O, -0.6186, 0.3261, -0.0329
O, -0.1884, 0.1889, 0.6047
O, 0.4135, 0.4471, 0.1035
O, 0.0739, 0.2816, 0.0955
O, -0.0679, 0.011, 0.242
O, -0.5779, 0.3909, -0.1303
O, 0.2897, -0.1347, -0.257
O, -0.3452, -0.3449, 0.5904
O, -0.1536, -0.1795, -0.1515
O, -0.0462, 0.0609, -0.0596
O, 0.0691, 0.3131, -0.1891
O, -0.0887, 0.4271, -0.017
O, -0.2113, 0.0619, -0.0769
O, -0.0494, -0.0642, 0.5557
O, 0.4928, 0.1984, 0.2187
O, 0.0438, 0.8003, 0.1386
O, 0.0838, 0.2507, 0.6059
O, 0.1116, 0.1803, 0.5119
O, 0.5455, -0.1596, 0.0043
O, 0.001, 0.1881, -0.549
O, -0.2348, 0.209, 0.4843
O, -0.3232, 0.1845, 0.2396
O, -0.4692, -0.1679, -0.266
O, -0.3411, -0.3724, 0.1289
O, -0.5215, 0.078, 0.0752
O, -0.148, -0.1531, -0.5941
O, -0.0699, -0.1505, -0.0516
O, -0.0531, 0.0928, -0.3364
O, 0.1595, -0.0038, 0.218
O, -0.5441, 0.0969, 0.4389
O, 0.6438, -0.0791, 0.1534
O, 0.2443, -0.3443, -0.1252
O, -0.0261, 0.2052, 0.0695
O, 0.136, -0.2696, -0.4348
O, -0.0459, 0.1522, 0.3562
O, 0.3638, -0.0465, -0.5824
O, 0.1533, 0.4814, 0.2889
O, -0.1375, -0.1331, 0.1034
O, -0.4675, 0.1414, 0.2555
O, -0.2594, 0.3358, 0.4476
O, -0.283, -0.2314, 0.4212
O, -0.0237, 0.2064, -0.1705
O, 0.073, -0.0975, -0.1781
O, -0.6356, -0.0356, 0.0592
O, -0.1778, -0.263, 0.0867
O, 0.3285, -0.3605, -0.359
O, 0.0608, -0.0758, -0.5236
O, 0.6397, -0.1853, -0.1595
O, 0.3868, -0.0773, 0.349
O, -0.3266, -0.2657, 0.332
O, 0.3271, -0.2679, 0.0395
O, -0.1263, 0.4348, 0.2671
O, -0.3401, 0.0992, 0.3312
O, 0.062, 0.3461, 0.0969
O, -0.4188, -0.0838, 0.2004
O, 0.0125, -0.1567, -0.1643
